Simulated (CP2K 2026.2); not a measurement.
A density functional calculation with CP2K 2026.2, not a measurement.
Periodic cell of 1896 atoms, Si1352O544, from a study of silicon, its oxide and their interface. The atomic structure is a simulated model.
Doubt: the forces sum to 2.45 eV/angstrom along one axis rather than to zero, so they err by at least 0.0013 eV/angstrom per atom on average; the grid cutoff is modest.

Settings
functional: PBE
method: Gaussian and plane waves
basis set: DZVP-MOLOPT-SR-GTH
pseudopotentials: GTH-PBE
grid cutoff: 300 Ry, relative cutoff 40 Ry
k points: Gamma only
occupations: fixed
spin: none
net charge: 0

Cell vectors (angstrom)
a	16.332	0	0
b	0	65.328	0
c	-0.3137	-0.1522	31.8258

Atoms and the computed forces on them: element, x, y, z (angstrom), force x, y, z (eV/angstrom)
Si	-0.501	-0.018	-0.325	-0.368	-0.365	0.318
Si	2.453	3.181	0.098	0.025	-0.223	0.689
Si	0.212	5.302	0.244	0.026	0.095	0.603
Si	3.121	8.164	0.091	-0.201	0.08	0.663
Si	0.024	11.593	0.119	0.062	-0.226	0.601
Si	3.062	13.975	0.084	-0.081	-0.037	0.568
Si	-0.826	20.247	-1.594	0.089	0.437	0.513
Si	3.74	18.517	-1.19	0.123	0.064	-0.02
Si	-0.573	22.041	0.072	-0.044	0.053	0.015
Si	2.024	25.084	-0.076	-0.084	0.088	0.71
Si	0.336	26.892	0.075	0.033	-0.308	0.388
Si	2.359	30.019	-0.026	0.188	-0.153	0.662
Si	0.163	32.278	0.032	-0.101	0.288	0.731
Si	2.07	35.857	0.085	0.094	-0.041	0.451
Si	0.341	37.488	0.273	0.051	0.03	0.557
Si	2.762	40.477	-0.036	-0.137	0.156	0.746
Si	-0.299	43.933	-0.259	-0.225	0.271	0.522
Si	2.738	46.139	0.166	-0.186	0.186	0.707
Si	-0.21	49.272	0.297	0.052	-0.375	0.657
Si	3.362	51.071	0.168	0.019	-0.178	0.637
Si	-0.098	54.492	0.168	-0.199	-0.128	0.583
Si	3.435	56.885	-0.119	0.246	0.306	0.554
Si	-0.199	60.174	-0.285	0.199	-0.279	0.664
Si	2.903	62.445	0.041	-0.143	0.098	0.671
Si	5.561	-0.195	0.079	-0.181	0.064	0.677
Si	8.767	2.823	-0.083	0.437	0.303	0.492
Si	5.52	6.192	-0.219	0.208	0.089	0.486
Si	8.027	9.293	-0.169	-0.105	0.649	0.331
Si	6.022	10.668	0.066	0.217	-0.126	0.47
Si	9.26	15.53	1.221	-0.519	-0.02	0.266
Si	7.077	18.06	1.646	0.007	0.001	-0.05
Si	9.864	19.981	-0.538	0.002	0.341	0.543
Si	4.133	20.456	1.272	0.217	0.345	0.339
Si	8.911	23.869	-0.045	0.112	-0.282	0.512
Si	5.568	26.988	-0.084	-0.142	0.131	0.731
Si	9.619	31.018	1.163	-0.02	0.012	-0.031
Si	5.734	33.099	-0.562	0.198	0.127	0.559
Si	8.369	35.049	-0.06	0.474	-0.438	0.117
Si	3.889	36.657	1.365	-0.019	-0.014	-0.007
Si	8.046	40.772	-0.154	0.002	-0.032	0.664
Si	4.911	43.867	0.045	0.22	-0.232	0.752
Si	6.599	44.888	1.331	-0.064	-0.059	-0.032
Si	4.95	49.227	0.224	-0.166	0.248	0.433
Si	8.941	51.501	-0.379	0.42	0.217	0.307
Si	5.409	54.401	0.155	0.18	-0.059	0.608
Si	8.872	56.637	0.097	-0.025	-0.291	0.586
Si	5.076	60.141	-0.096	0.215	-0.172	0.655
Si	6.724	61.248	1.258	-0.035	-0.001	-0.036
Si	10.682	0.345	0.105	0.01	-0.165	0.722
Si	13.762	2.386	-0.096	-0.094	0.303	0.701
Si	9.782	4.223	1.468	-0.018	-0.02	-0.03
Si	13.471	8.728	0.117	0.403	-0.344	0.172
Si	12.498	12.468	1.58	-0.161	-0.445	0.214
Si	15.44	15.314	1.901	0.014	-0.003	-0.075
Si	11.247	17.261	-0.34	0.387	-0.002	0.529
Si	12.499	17.738	1.53	-0.013	0.003	-0.113
Si	10.703	22.195	-0.358	0.012	-0.022	-0.067
Si	13.963	23.904	0.103	-0.076	-0.034	0.05
Si	10.907	27.127	-0.005	0.043	-0.051	0.556
Si	13.459	30.069	-0.153	0.113	-0.162	0.68
Si	11.151	32.239	-0.16	-0.135	0.148	0.626
Si	13.312	35.517	-0.007	0.196	-0.078	0.724
Si	11.305	37.938	-0.465	0.264	0.45	0.266
Si	12.968	40.844	-0.335	-0.39	-0.243	0.394
Si	12.165	44.933	1.149	-0.003	-0.059	0.016
Si	14.739	45.695	-1.448	-0.101	0.069	0.747
Si	9.259	47.504	1.138	0	0.01	-0.01
Si	10.799	48.95	0.118	-0.081	-0.059	0.406
Si	10.6	54.926	0.02	-0.122	0.095	0.527
Si	15.029	58.634	1.251	0.04	-0.003	-0.038
Si	11.295	59.224	0.096	0.201	-0.003	0.525
Si	13.775	62.27	-0.032	-0.118	0.066	0.678
Si	1.484	1.544	1.461	0.222	0.447	0.312
Si	4.101	4.137	1.393	-0.303	-0.092	0.372
Si	1.494	6.952	1.365	0.013	0.04	0.025
Si	4.339	9.655	1.432	-0.006	0.009	-0.016
Si	1.682	12.532	1.457	-0.014	0.071	0.004
Si	4.317	15.32	1.507	0.144	0.027	-0.019
Si	0.238	17.355	1.639	-0.114	-0.08	0.345
Si	5.649	21.594	-0.091	0.007	0.16	0.699
Si	1.221	23.18	1.171	-0.021	-0.004	-0.109
Si	3.994	25.763	1.174	-0.019	-0.034	-0.043
Si	1.36	28.457	1.427	0.039	0.06	0.003
Si	3.945	31.245	1.165	-0.07	-0.267	0.439
Si	1.283	33.952	1.249	0.002	0.026	-0.004
Si	4.905	38.205	-0.037	0.316	-0.079	0.704
Si	1.258	39.353	1.353	0.019	-0.009	-0.039
Si	3.908	42.11	1.232	-0.002	-0.018	-0.003
Si	1.194	44.882	1.311	0	0.03	-0.019
Si	3.921	47.619	1.51	0.051	-0.011	-0.017
Si	1.453	50.396	1.439	0.029	0.099	0
Si	4.155	52.916	1.439	-0.063	-0.012	-0.071
Si	1.293	55.697	1.507	-0.093	-0.261	0.466
Si	4.222	58.498	1.373	-0.023	-0.028	0.001
Si	1.336	61.204	1.228	-0.011	-0.017	-0.021
Si	4.037	63.972	1.4	0.035	-0.018	-0.053
Si	6.64	1.324	1.488	-0.232	-0.438	0.383
Si	10.981	5.736	0.094	-0.079	0.106	0.645
Si	6.886	6.965	1.466	-0.46	-0.322	0.311
Si	9.669	9.975	1.379	0.005	0.038	-0.021
Si	6.851	12.513	1.303	-0.021	-0.017	0.007
Si	7.785	14.297	-0.02	0.039	-0.156	0.646
Si	5.821	16.635	0.17	-0.029	0.082	0.665
Si	8.935	19.655	1.558	0.031	0.024	0.146
Si	7.023	23.001	1.188	0.026	0.039	-0.017
Si	9.65	25.648	1.326	0.02	0.03	0.016
Si	6.879	28.408	1.243	-0.003	0.035	-0.031
Si	8.601	29.291	-0.131	-0.059	0.145	0.752
Si	6.926	33.785	1.287	-0.092	-0.013	-0.009
Si	9.396	36.484	1.398	-0.149	-0.356	0.451
Si	6.716	39.277	1.115	-0.073	-0.005	-0.02
Si	9.364	42.186	1.208	0.063	-0.005	-0.026
Si	7.736	46.198	-0.224	-0.017	0.032	-0.191
Si	12.128	50.156	1.571	0.01	-0.023	-0.006
Si	6.695	50.214	1.395	-0.309	-0.267	0.464
Si	9.73	53.063	1.217	0.004	0.029	0.007
Si	6.989	55.736	1.267	0.016	0.052	-0.017
Si	9.616	58.389	1.486	-0.036	-0.009	-0.056
Si	7.783	62.937	0.047	0.142	-0.099	0.687
Si	9.453	64.05	1.29	0.032	-0.009	-0.023
Si	12.28	1.401	1.438	0.01	-0.022	-0.03
Si	14.919	4.028	1.318	-0.024	-0.009	-0.011
Si	12.247	7.181	1.413	0.045	-0.009	-0.004
Si	15.126	9.886	1.363	0.012	-0.003	-0.008
Si	11.343	11.057	0.174	-0.021	0.009	0.596
Si	14.582	14.188	0.08	0.279	0.22	0.447
Si	14.297	18.862	0.489	-0.461	0.139	0.675
Si	14.993	20.603	1.79	0.144	0.022	-0.017
Si	12.215	22.962	1.366	-0.012	0.025	-0.072
Si	14.985	25.71	1.28	0.024	0.011	-0.06
Si	12.329	28.494	1.242	-0.002	0.024	-0.044
Si	14.92	31.174	1.335	0.013	-0.019	-0.05
Si	12.17	33.891	1.243	-0.016	-0.014	-0.019
Si	14.858	36.604	1.401	-0.02	-0.006	-0.041
Si	12.086	39.407	1.207	0.011	-0.024	0.004
Si	15.04	42.429	1.257	0.223	0.353	0.484
Si	10.985	43.294	-0.153	-0.063	0.087	0.662
Si	16.184	46.221	2.689	0.011	0.059	0.025
Si	13.524	51.025	-0.026	-0.351	-0.195	0.369
Si	13.553	54.562	2.815	-0.018	-0.014	0.02
Si	12.264	55.905	1.37	0.01	0.052	-0.063
Si	13.175	57.732	0.174	-0.178	0.041	0.551
Si	12.19	61.124	1.224	-0.05	-0.043	-0.02
Si	14.875	63.881	1.266	-0.009	0.041	-0.054
Si	-0.042	2.769	2.777	0.041	-0.013	0.002
Si	2.795	0.105	2.778	-0.001	0	-0.01
Si	0.1	8.358	2.658	-0.034	-0.04	0.031
Si	2.848	5.618	2.764	0.012	-0.055	-0.002
Si	0.281	13.678	3.009	0.022	-0.065	0.068
Si	2.899	11.007	2.752	-0.022	-0.031	0.039
Si	-0.098	19.142	3.112	0.04	0.023	0.006
Si	2.781	16.449	2.791	0.204	-0.189	0.318
Si	-0.017	24.443	2.738	0.03	-0.003	0.034
Si	2.637	21.772	2.55	-0.042	-0.003	-0.035
Si	-0.06	29.817	2.71	0.008	0.02	0.028
Si	2.807	27.14	2.709	0.022	0.003	-0.024
Si	-0.113	35.207	2.714	0.006	-0.005	-0.057
Si	2.683	32.612	2.631	-0.03	-0.057	-0.01
Si	-0.071	40.858	2.606	0.007	0.037	-0.027
Si	2.616	38.034	2.78	-0.054	-0.018	-0.041
Si	-1.51	47.673	1.427	0.055	-0.038	-0.002
Si	2.575	43.469	2.639	-0.009	-0.01	0.022
Si	-0.023	51.794	2.676	-0.07	-0.023	-0.003
Si	2.625	48.979	2.874	-0.029	-0.025	-0.029
Si	-0.04	57.21	2.708	-0.014	0.003	-0.024
Si	2.789	54.37	2.728	0.008	0.017	0.018
Si	0.049	62.649	2.62	0.01	-0.016	-0.015
Si	2.691	59.816	2.634	-0.006	0.034	-0.034
Si	5.387	2.768	2.823	0.002	0.014	-0.005
Si	8.179	0.06	2.764	-0.034	0.025	-0.045
Si	5.593	8.319	2.885	-0.001	-0.06	0.011
Si	8.231	5.502	2.732	0.017	0.01	-0.01
Si	5.494	13.736	2.788	0.009	0.022	0.028
Si	8.25	11.228	2.756	-0.018	-0.022	-0.042
Si	5.414	19.195	2.828	0.007	0.016	0.024
Si	8.151	16.515	3.004	0.007	-0.095	0.06
Si	5.469	24.366	2.492	-0.003	0.013	0.026
Si	8.176	21.615	2.713	0.021	-0.031	-0.027
Si	5.483	29.905	2.488	-0.03	-0.003	-0.03
Si	8.184	27.015	2.631	-0.001	0.006	0.01
Si	5.419	35.231	2.541	0.094	0.025	-0.067
Si	8.242	32.386	2.587	0.048	0.011	-0.047
Si	5.394	40.742	2.52	-0.015	-0.035	0.015
Si	7.999	37.941	2.613	0.009	0.045	-0.012
Si	5.354	46.258	2.762	0.008	0.017	-0.006
Si	8.041	43.525	2.613	-0.026	-0.006	-0.002
Si	5.513	51.658	2.83	0.064	-0.016	-0.032
Si	8.118	48.894	2.68	0.019	0.046	-0.045
Si	5.648	57.158	2.668	-0.02	-0.047	-0.04
Si	8.258	54.319	2.658	-0.001	-0.016	-0.08
Si	5.424	62.596	2.727	0.019	0.01	0.002
Si	8.166	59.89	2.602	-0.037	0.017	-0.001
Si	11.024	2.817	2.833	0.002	-0.023	0.019
Si	13.624	-0.037	2.704	-0.003	0.019	0.024
Si	10.834	8.43	2.768	-0.007	-0.055	0.076
Si	13.62	5.579	2.62	-0.045	-0.018	0.012
Si	11.089	13.679	2.949	0.105	-0.345	0.398
Si	13.817	11.066	2.887	-0.009	0.02	0.039
Si	10.885	18.966	2.818	0.025	0.095	-0.067
Si	13.665	16.346	3.009	0.003	-0.019	0.029
Si	10.97	24.395	2.762	0.058	-0.006	0.028
Si	13.426	21.756	2.958	-0.047	-0.006	-0.003
Si	10.94	29.782	2.653	-0.013	-0.014	0.025
Si	13.638	27.111	2.625	-0.007	-0.018	-0.019
Si	10.889	35.242	2.688	-0.019	0.024	-0.023
Si	13.565	32.577	2.65	0.026	0.035	0.006
Si	10.683	40.732	2.558	-0.005	0.026	0.002
Si	13.524	38.113	2.606	0.008	-0.018	-0.006
Si	10.721	46.198	2.535	0.006	0.019	-0.005
Si	13.501	43.591	2.604	-0.012	0.012	-0.027
Si	10.939	51.763	2.739	-0.032	-0.008	0.032
Si	13.566	48.942	2.902	0.065	-0.028	0.045
Si	10.959	57.134	2.889	0.024	-0.048	-0.031
Si	14.816	53.224	1.438	0.399	0.178	0.224
Si	10.866	62.61	2.56	0.049	0.053	-0.007
Si	13.663	59.952	2.687	0.02	-0.057	0.004
Si	1.412	4.181	4.058	0.034	-0.012	-0.051
Si	4.099	1.413	4.205	-0.005	-0.006	0.02
Si	1.471	9.647	4.091	-0.006	0.022	0.005
Si	4.185	6.929	4.179	0	0.012	0.025
Si	1.518	15.126	4.303	-0.014	0.035	0.028
Si	4.163	12.38	4.181	-0.03	0.032	-0.022
Si	1.442	20.481	4.18	0.009	-0.021	-0.019
Si	4.072	17.823	4.18	-0.015	0.003	0.007
Si	1.389	25.801	4.063	0.013	-0.009	-0.019
Si	4.084	23.074	3.951	0.074	-0.018	-0.022
Si	1.327	31.227	4	0.006	0.018	0.009
Si	4.154	28.559	3.977	0.02	0.037	0.021
Si	1.248	36.626	4.042	0.006	0.008	0.059
Si	4.07	33.929	3.982	0.004	0.017	-0.014
Si	1.288	42.118	4.042	-0.01	0.005	0.029
Si	4.053	39.422	3.998	0.032	0.019	-0.027
Si	1.231	47.567	4.096	0.008	-0.052	-0.03
Si	3.969	44.831	4.012	-0.006	-0.006	-0.009
Si	1.335	53.11	4.09	0.003	-0.007	-0.028
Si	4.08	50.318	4.137	-0.02	0.005	0.028
Si	1.354	58.528	4.061	0.013	0.003	0.016
Si	4.189	55.798	3.996	-0.026	0.004	-0.009
Si	1.384	64.019	4.031	-0.019	-0.015	0.002
Si	4.045	61.217	4.028	-0.012	-0.009	-0.009
Si	6.844	4.141	4.09	-0.009	0.04	0
Si	9.575	1.429	4.097	0.021	-0.013	0.006
Si	6.94	9.755	4.141	0.007	0.018	-0.018
Si	9.547	6.942	4.095	-0.01	-0.019	0.013
Si	6.821	15.04	4.221	-0.003	-0.017	0.011
Si	9.57	12.444	4.236	0.079	0.034	0.038
Si	6.788	20.473	4.222	0.034	-0.01	-0.031
Si	9.63	17.697	4.337	-0.02	0.038	-0.002
Si	6.765	25.727	3.98	-0.011	-0.027	-0.017
Si	9.55	23.026	4.065	-0.034	0	-0.012
Si	6.814	31.16	3.98	-0.027	-0.019	0.001
Si	9.529	28.431	3.99	0.02	-0.005	-0.026
Si	6.681	36.607	3.989	-0.041	-0.012	0.062
Si	9.493	33.864	3.983	-0.048	0.003	-0.026
Si	6.713	42.1	3.942	-0.006	0	0.021
Si	9.381	39.348	3.944	0.03	-0.012	0.012
Si	6.756	47.591	4.094	-0.027	0.014	-0.038
Si	9.43	44.858	3.977	-0.011	-0.001	-0.001
Si	6.874	53.056	4.104	-0.014	0.031	0.015
Si	9.505	50.332	3.999	0.009	-0.004	-0.008
Si	6.889	58.546	4.063	-0.005	-0.017	0.021
Si	9.554	55.717	4.099	-0.011	-0.025	0.015
Si	6.809	63.985	4.082	-0.006	-0.032	-0.032
Si	9.526	61.271	3.975	0.016	-0.015	-0.012
Si	12.346	4.236	4.12	0.017	0.001	0
Si	14.972	1.355	4.097	0.004	0.006	-0.002
Si	12.296	9.709	4.131	-0.038	0.026	-0.023
Si	15.031	6.937	3.994	-0.004	0.048	-0.054
Si	12.325	15.03	4.371	-0.009	0.027	0.026
Si	15.143	12.362	4.29	-0.031	0.009	-0.028
Si	12.125	20.372	4.27	-0.067	-0.069	0.012
Si	14.874	17.788	4.419	-0.069	-0.007	-0.011
Si	12.298	25.802	4.082	-0.01	0.008	0.007
Si	14.925	23.142	4.156	-0.015	0.034	-0.032
Si	12.228	31.197	4.022	0.001	-0.001	-0.031
Si	14.95	28.453	4.066	0.007	-0.001	-0.026
Si	12.222	36.684	3.99	0.015	0.03	-0.007
Si	14.895	33.886	4.083	0.004	-0.009	0.025
Si	12.122	42.119	3.89	-0.009	-0.041	-0.013
Si	14.89	39.468	3.959	0.011	-0.018	-0.005
Si	12.111	47.513	4.032	-0.006	-0.027	-0.048
Si	14.856	44.855	4.054	0.017	-0.015	-0.009
Si	12.257	53.108	4.13	0.006	0.014	-0.006
Si	14.988	50.381	4.088	0.013	0.063	-0.004
Si	12.335	58.578	4.108	0.044	0.007	0.006
Si	14.958	55.887	4.122	0.02	-0.007	0.02
Si	12.226	63.945	4.014	0.003	-0.013	0.019
Si	15.011	61.324	4.039	-0.012	0.04	-0.003
Si	0.027	0.023	5.439	-0.013	-0.017	0.013
Si	2.715	2.805	5.482	-0.012	0.003	0.006
Si	0.042	5.56	5.407	-0.01	-0.004	-0.03
Si	2.786	8.277	5.5	0.015	0.017	-0.015
Si	0.131	10.943	5.566	0.03	-0.029	-0.009
Si	2.836	13.716	5.616	0.025	-0.003	-0.015
Si	0.043	16.427	5.624	-0.003	-0.001	0.012
Si	2.764	19.15	5.59	0.007	0.023	0.012
Si	-0.001	21.802	5.506	-0.005	-0.026	-0.051
Si	2.758	24.443	5.398	0.001	-0.034	-0.001
Si	0.019	27.151	5.432	-0.015	-0.018	0.026
Si	2.738	29.883	5.348	-0.026	-0.013	-0.016
Si	-0.031	32.553	5.405	0.008	-0.011	0.004
Si	2.686	35.29	5.356	-0.017	0.017	-0.022
Si	-0.099	38.056	5.34	0.017	0	-0.003
Si	2.68	40.763	5.369	-0.013	0.003	0.006
Si	-0.091	43.479	5.38	0.018	0.021	-0.002
Si	2.632	46.193	5.395	0.026	-0.006	0.002
Si	-0.058	48.969	5.452	-0.039	0.018	-0.006
Si	2.698	51.715	5.43	0.021	-0.002	-0.026
Si	0.001	54.488	5.435	-0.014	0.006	0.007
Si	2.774	57.154	5.361	0.018	-0.017	-0.024
Si	0.023	59.934	5.41	-0.03	-0.033	-0.016
Si	2.732	62.63	5.396	0.011	-0.001	-0.012
Si	5.491	0.026	5.481	-0.006	0.001	0.001
Si	8.207	2.785	5.456	0.003	-0.002	-0.001
Si	5.519	5.514	5.489	-0.013	0.007	0.011
Si	8.227	8.305	5.491	0.005	0	0.011
Si	5.524	11.023	5.535	0.007	0.007	0.016
Si	8.194	13.742	5.617	-0.02	-0.031	0.012
Si	5.435	16.418	5.541	0.041	-0.023	-0.042
Si	8.187	19.106	5.574	0.051	0.021	-0.044
Si	5.406	21.827	5.506	-0.066	0.034	-0.023
Si	8.143	24.415	5.39	0.013	-0.003	-0.013
Si	5.468	27.155	5.362	0.005	0.019	-0.017
Si	8.163	29.806	5.359	0.015	-0.008	0.004
Si	5.445	32.563	5.331	0.008	-0.008	0.01
Si	8.105	35.258	5.317	-0.002	0.006	-0.004
Si	5.373	38.019	5.356	0.007	-0.011	0
Si	8.074	40.743	5.321	-0.028	-0.021	-0.007
Si	5.367	43.463	5.335	-0.019	0	-0.006
Si	8.121	46.205	5.396	0.015	0.014	0.015
Si	5.419	48.943	5.466	-0.007	0.015	0.01
Si	8.182	51.657	5.437	0.041	-0.001	-0.005
Si	5.491	54.441	5.413	0.016	0.039	0.003
Si	8.216	57.152	5.418	0.007	0.001	0.002
Si	5.458	59.887	5.385	0.016	-0.002	-0.002
Si	8.195	62.619	5.403	0.017	0.029	0.001
Si	10.921	0.022	5.415	0.009	0.009	0.002
Si	13.665	2.795	5.446	-0.015	-0.013	-0.011
Si	10.931	5.57	5.45	-0.022	-0.006	0.012
Si	13.655	8.262	5.428	0.03	-0.01	-0.017
Si	10.947	11.031	5.541	0.021	-0.014	-0.003
Si	13.735	13.68	5.649	0.014	-0.008	0.021
Si	10.943	16.365	5.714	-0.005	-0.032	-0.012
Si	13.509	19.118	5.71	-0.011	-0.007	-0.017
Si	10.829	21.779	5.586	0.026	0.001	0.015
Si	13.627	24.51	5.528	-0.01	0.015	-0.008
Si	10.887	27.142	5.415	0.001	-0.023	-0.001
Si	13.587	29.845	5.401	0.002	0.017	0.004
Si	10.861	32.553	5.383	0.012	0.014	-0.005
Si	13.558	35.32	5.383	0.012	0.029	-0.005
Si	10.798	38.023	5.314	-0.013	-0.007	-0.012
Si	13.5	40.794	5.309	0.007	0.02	-0.005
Si	10.801	43.471	5.311	0.012	0.014	-0.009
Si	13.496	46.198	5.41	-0.002	0.003	-0.012
Si	10.833	48.951	5.381	-0.011	0.025	0.01
Si	13.627	51.73	5.442	0.012	-0.01	0.016
Si	10.891	54.413	5.5	0	0.02	0.011
Si	13.635	57.224	5.502	-0.012	-0.006	0.005
Si	10.906	59.938	5.386	-0.013	0.009	0.007
Si	13.623	62.645	5.408	-0.009	0.01	0.007
Si	1.366	1.407	6.813	-0.008	-0.017	0.007
Si	4.119	4.151	6.826	0.015	0.004	0.002
Si	1.395	6.891	6.82	0.029	0.011	-0.012
Si	4.146	9.634	6.872	-0.01	0.005	-0.01
Si	1.447	12.332	6.933	-0.026	0.026	0
Si	4.153	15.071	6.981	-0.016	-0.017	-0.019
Si	1.394	17.795	6.959	-0.012	0.004	-0.017
Si	4.107	20.488	6.938	0.023	-0.034	0.012
Si	1.384	23.152	6.845	0.007	0.008	-0.009
Si	4.094	25.829	6.765	0.009	0.007	0.002
Si	1.382	28.538	6.756	0.007	0.004	0.009
Si	4.082	31.234	6.729	0.012	0.01	0.002
Si	1.334	33.94	6.735	-0.006	-0.006	0.006
Si	4.017	36.668	6.725	-0.004	0.014	0.016
Si	1.3	39.39	6.701	0.011	-0.009	0.004
Si	4.028	42.121	6.73	0.019	-0.007	0.002
Si	1.28	44.833	6.746	-0.01	-0.002	0.004
Si	4.025	47.554	6.749	-0.005	-0.005	-0.001
Si	1.35	50.326	6.772	-0.006	-0.023	-0.009
Si	4.093	53.079	6.756	0.007	0.014	-0.009
Si	1.406	55.827	6.761	-0.012	0.001	-0.005
Si	4.108	58.524	6.75	-0.01	-0.002	-0.007
Si	1.381	61.285	6.779	-0.015	0.03	0.014
Si	4.099	63.98	6.787	-0.014	-0.008	0
Si	6.853	1.408	6.819	-0.001	-0.001	0
Si	9.57	4.17	6.799	0.006	0.015	0.009
Si	6.862	6.91	6.837	-0.009	0.011	0.006
Si	9.593	9.628	6.879	-0.013	0.016	-0.002
Si	6.848	12.351	6.947	-0.008	0	0
Si	9.542	15.04	7.02	-0.002	-0.011	0.007
Si	6.816	17.752	6.919	-0.015	-0.008	0
Si	9.492	20.456	6.978	-0.008	0.034	0.008
Si	6.789	23.162	6.856	0.02	-0.016	-0.005
Si	9.509	25.79	6.773	-0.004	-0.009	-0.011
Si	6.814	28.487	6.764	0.009	0.008	0.003
Si	9.496	31.198	6.737	-0.025	-0.007	-0.003
Si	6.77	33.929	6.721	-0.002	0.004	0.013
Si	9.461	36.647	6.682	0.002	-0.008	-0.003
Si	6.743	39.38	6.706	-0.004	0.015	0.007
Si	9.451	42.101	6.68	-0.007	-0.001	0
Si	6.743	44.819	6.709	-0.02	0.007	-0.001
Si	9.479	47.583	6.748	-0.004	-0.011	-0.018
Si	6.794	50.316	6.787	-0.018	-0.003	0.002
Si	9.529	53.028	6.806	-0.005	-0.001	0.003
Si	6.831	55.814	6.776	0.001	-0.031	0.009
Si	9.572	58.544	6.759	0.027	-0.043	-0.004
Si	6.824	61.255	6.754	-0.02	-0.002	-0.01
Si	9.554	63.993	6.778	0.012	-0.008	-0.009
Si	12.279	1.417	6.778	0.003	-0.001	0.004
Si	15.032	4.165	6.793	0.007	-0.039	-0.015
Si	12.304	6.903	6.822	-0.028	0.002	-0.006
Si	15.023	9.582	6.851	0.011	0.008	-0.02
Si	12.31	12.333	6.948	-0.021	0.013	-0.009
Si	15.048	15.059	7.002	-0.03	0.034	-0.008
Si	12.231	17.746	7.079	-0.002	0.021	0.02
Si	14.979	20.479	6.932	-0.021	0.008	0.008
Si	12.249	23.148	6.88	-0.009	-0.005	0.008
Si	14.999	25.851	6.863	0.001	-0.005	0.003
Si	12.224	28.518	6.788	0.007	0.005	-0.003
Si	14.948	31.204	6.768	0.018	-0.005	0.009
Si	12.201	33.946	6.734	-0.006	0.011	-0.002
Si	14.912	36.69	6.731	-0.005	-0.025	0.019
Si	12.165	39.397	6.674	-0.003	-0.004	0
Si	14.874	42.112	6.715	-0.009	-0.004	0.003
Si	12.158	44.805	6.73	0.006	-0.014	-0.011
Si	14.88	47.584	6.747	0.021	-0.005	-0.01
Si	12.229	50.318	6.734	0.018	-0.014	-0.024
Si	14.986	53.096	6.786	-0.007	0.005	-0.006
Si	12.265	55.819	6.807	-0.011	-0.007	-0.004
Si	15.018	58.583	6.813	0.009	0.011	0.009
Si	12.266	61.282	6.773	0.015	0	0.003
Si	14.98	64.004	6.787	0.01	0.002	0.014
Si	-0.007	2.77	13.647	-0.006	-0.004	-0.004
Si	2.75	-0.009	13.571	-0.018	0.006	-0.017
Si	-0.006	8.208	13.602	0.008	-0.001	-0.009
Si	2.727	5.46	13.584	-0.009	-0.018	-0.013
Si	-0.005	13.671	13.69	0.027	-0.033	-0.004
Si	2.756	10.926	13.701	-0.01	-0.003	-0.011
Si	0.02	19.107	13.738	-0.005	-0.003	-0.008
Si	2.73	16.398	13.764	-0.012	0.013	0.004
Si	0.004	24.563	13.701	-0.016	0.018	-0.008
Si	2.752	21.824	13.783	0.003	0.008	0
Si	-0.004	29.929	13.589	0.012	0.017	0.005
Si	2.725	27.241	13.673	-0.016	0.016	0.021
Si	-0.041	35.353	13.525	-0.001	0.003	0.006
Si	2.683	32.646	13.539	0.007	-0.015	-0.011
Si	-0.032	40.776	13.536	0.015	0.002	0.005
Si	2.69	38.073	13.561	0.002	0.005	0.004
Si	0.001	46.233	13.503	0.008	0.004	0.004
Si	2.681	43.494	13.524	0.005	0.003	0.002
Si	0.017	51.681	13.506	0.001	0.024	0.008
Si	2.704	48.933	13.526	0.009	-0.005	0.013
Si	0.077	57.17	13.56	-0.016	0.007	0.008
Si	2.78	54.426	13.536	0.012	-0.006	0.007
Si	0.033	62.631	13.62	0.014	0.001	-0.001
Si	2.742	59.868	13.58	0.016	0.006	-0.005
Si	5.496	2.732	13.556	0.003	0.018	-0.009
Si	8.228	0.042	13.56	-0.006	0.02	0.001
Si	5.456	8.171	13.647	-0.007	0.015	0.007
Si	8.18	5.46	13.661	-0.003	-0.012	0.002
Si	5.463	13.686	13.739	0.004	0.022	-0.011
Si	8.19	10.931	13.701	0.013	-0.012	0.002
Si	5.427	19.125	13.813	-0.001	-0.007	0.001
Si	8.146	16.395	13.792	-0.008	-0.003	-0.012
Si	5.444	24.543	13.731	0	-0.008	0.003
Si	8.16	21.825	13.791	0.028	-0.03	-0.008
Si	5.426	29.931	13.643	-0.019	0.009	-0.003
Si	8.159	27.277	13.721	0.009	0.014	0.014
Si	5.401	35.358	13.544	-0.005	0.017	0
Si	8.117	32.637	13.552	0	0.005	-0.025
Si	5.389	40.793	13.53	-0.01	0.012	0.011
Si	8.11	37.98	13.558	0.009	-0.014	0.015
Si	5.395	46.192	13.512	0.004	-0.015	-0.001
Si	8.1	43.474	13.55	0.014	-0.017	-0.01
Si	5.428	51.673	13.516	-0.01	0.012	0.004
Si	8.135	48.916	13.461	0.012	-0.003	0.004
Si	5.487	57.148	13.55	-0.011	0.007	-0.004
Si	8.188	54.4	13.473	-0.002	0.02	-0.008
Si	5.473	62.583	13.56	-0.025	-0.005	-0.005
Si	8.216	59.865	13.581	0.002	-0.011	-0.002
Si	10.908	2.773	13.658	-0.001	-0.007	0.006
Si	13.649	0.048	13.649	-0.026	0.029	0.006
Si	10.921	8.204	13.721	0.011	-0.014	0.012
Si	13.603	5.484	13.668	0.004	-0.013	-0.007
Si	10.88	13.674	13.732	-0.006	-0.01	-0.002
Si	13.571	10.937	13.68	0.002	-0.012	0.005
Si	10.834	19.117	13.768	-0.006	0.009	-0.001
Si	13.604	16.384	13.725	-0.021	0.007	0
Si	10.86	24.528	13.72	0.004	0.014	0.003
Si	13.6	21.839	13.713	0.018	-0.006	0.009
Si	10.901	29.944	13.591	-0.013	0.001	0.012
Si	13.621	27.228	13.645	-0.008	0.01	0.003
Si	10.842	35.341	13.555	0.041	-0.008	0.002
Si	13.622	32.646	13.556	0.026	0	-0.013
Si	10.823	40.724	13.529	-0.023	0.002	-0.011
Si	13.551	38.081	13.523	0	-0.01	0.002
Si	10.836	46.206	13.486	-0.015	-0.014	0.009
Si	13.58	43.471	13.482	-0.012	0.007	-0.003
Si	10.941	51.657	13.485	-0.003	-0.005	0.011
Si	13.605	48.953	13.48	-0.017	0.018	0.007
Si	10.945	57.145	13.525	0.007	0.014	0.012
Si	13.665	54.403	13.523	0.012	0.002	0.015
Si	10.933	62.599	13.596	0.005	0.014	-0.005
Si	13.653	59.902	13.57	-0.01	-0.002	-0.008
Si	1.334	4.181	14.978	-0.02	0.028	0.025
Si	4.158	1.34	14.872	0.011	-0.03	0.015
Si	1.35	9.527	14.972	0.004	-0.031	0.027
Si	4.107	6.751	14.965	0.013	-0.033	0.011
Si	1.334	15.023	15.074	0.031	0.008	0.001
Si	4.096	12.326	15.07	-0.035	-0.025	0.003
Si	1.388	20.435	15.124	0.006	-0.021	0.005
Si	4.066	17.747	15.171	-0.038	-0.002	0.022
Si	1.361	25.923	15.076	-0.006	-0.006	0.007
Si	4.121	23.194	15.149	-0.024	-0.024	-0.004
Si	1.32	31.331	14.927	-0.015	0.003	0.009
Si	4.07	28.594	15.05	0.002	-0.014	0.011
Si	1.282	36.731	14.894	-0.03	-0.01	0.012
Si	4.005	34.037	14.884	-0.026	0	-0.01
Si	1.334	42.14	14.902	-0.005	0.009	-0.007
Si	4.068	39.441	14.921	0.016	-0.005	0.013
Si	1.329	47.605	14.912	-0.017	-0.008	0.012
Si	4.043	44.84	14.899	-0.002	-0.01	0.01
Si	1.397	53.05	14.845	-0.009	-0.011	-0.001
Si	4.06	50.306	14.879	0.008	0.019	-0.003
Si	1.413	58.51	14.99	-0.012	-0.007	0.009
Si	4.142	55.786	14.919	-0.011	0	0.005
Si	1.397	63.998	14.987	0.02	0.013	-0.016
Si	4.108	61.216	14.93	0.011	0.024	0.002
Si	6.815	4.053	14.993	0.016	0.007	-0.034
Si	9.499	1.437	14.997	-0.031	-0.004	0.001
Si	6.793	9.555	15.002	0.019	-0.005	-0.005
Si	9.521	6.83	15.039	-0.007	-0.005	0
Si	6.793	15.026	15.161	0.009	-0.005	-0.008
Si	9.504	12.323	15.084	0.013	0.028	0.017
Si	6.802	20.476	15.184	-0.008	0.004	0
Si	9.48	17.76	15.173	0.01	0.014	0.007
Si	6.786	25.917	15.092	-0.003	0.036	-0.013
Si	9.509	23.203	15.153	0.013	-0.013	0.025
Si	6.767	31.335	14.973	0.021	-0.008	0.015
Si	9.529	28.704	15.042	0.016	0.002	-0.004
Si	6.776	36.619	14.982	-0.017	-0.028	0.029
Si	9.495	33.953	14.911	0.029	-0.013	0.009
Si	6.712	42.149	14.938	-0.006	0.029	0.016
Si	9.468	39.337	14.903	0.047	-0.004	0.003
Si	6.755	47.582	14.83	0.017	0.011	-0.008
Si	9.457	44.879	14.868	-0.01	-0.016	-0.021
Si	6.828	53.043	14.825	0.01	-0.001	-0.007
Si	9.543	50.264	14.763	0.009	-0.003	-0.004
Si	6.871	58.467	14.925	0.003	-0.001	0.009
Si	9.584	55.726	14.813	0.006	-0.034	-0.011
Si	6.893	63.944	14.847	0.017	-0.042	-0.034
Si	9.6	61.197	14.958	0.005	-0.007	-0.018
Si	12.26	4.123	15.064	-0.02	0.003	0.015
Si	14.977	1.429	15.057	0.024	0.017	0.016
Si	12.269	9.584	15.112	0.019	0.014	-0.002
Si	14.963	6.882	14.982	-0.037	0.004	-0.035
Si	12.23	15.041	15.096	0.029	-0.001	-0.003
Si	14.899	12.345	15.001	0.004	0.077	0.018
Si	12.187	20.527	15.069	-0.008	-0.007	-0.001
Si	14.982	17.732	15.072	0.029	-0.016	-0.012
Si	12.262	25.883	15.024	-0.011	0.026	0.012
Si	14.988	23.192	15.053	-0.01	-0.009	-0.023
Si	12.314	31.267	14.926	0.008	0	-0.018
Si	15.028	28.551	14.993	-0.017	-0.023	0.034
Si	12.185	36.747	14.894	0.01	-0.003	-0.002
Si	14.985	33.991	14.929	-0.011	-0.024	-0.009
Si	12.205	42.113	14.827	0.022	0.032	-0.01
Si	14.922	39.429	14.892	-0.013	-0.01	-0.006
Si	12.234	47.572	14.795	-0.027	-0.005	0
Si	14.982	44.828	14.806	0.02	0.008	-0.008
Si	12.335	52.99	14.863	0.004	0.003	0.007
Si	14.981	50.3	14.84	0.002	-0.03	-0.009
Si	12.289	58.521	14.904	-0.034	-0.002	-0.005
Si	15.057	55.767	14.861	0.008	-0.01	-0.013
Si	12.28	63.974	14.961	0.013	-0.031	-0.004
Si	15.009	61.24	14.966	-0.007	0.008	0.018
Si	-0.001	0.004	16.374	0.037	-0.006	-0.01
Si	2.728	2.697	16.136	-0.022	-0.007	0.015
Si	-0.001	5.623	16.386	0.079	-0.072	0.061
Si	2.731	8.11	16.269	-0.063	0.047	0.009
Si	-0.076	10.925	16.228	0.026	-0.09	0.022
Si	2.7	13.677	16.424	-0.051	-0.002	0.004
Si	-0.028	16.348	16.472	-0.012	0.012	-0.01
Si	2.66	19.037	16.57	-0.031	0.016	0.025
Si	0.067	21.881	16.406	0.009	-0.004	0.04
Si	2.756	24.612	16.443	0.023	0.012	-0.009
Si	-0.028	27.213	16.49	0.032	-0.002	0.039
Si	2.605	29.952	16.3	0.002	-0.023	0.014
Si	0.026	32.681	16.368	0.025	0.018	-0.02
Si	2.603	35.351	16.248	0.011	-0.018	-0.012
Si	-0.029	38.12	16.283	0.01	0.013	0.038
Si	2.739	40.843	16.289	0	0.02	0.016
Si	-0.055	43.488	16.245	-0.012	-0.006	0.031
Si	2.691	46.214	16.237	0.021	-0.012	0.006
Si	-0.06	48.971	16.276	0.027	-0.014	-0.03
Si	2.653	51.639	16.225	-0.022	-0.002	0.029
Si	0.106	54.431	16.231	-0.006	0.004	-0.006
Si	2.786	57.109	16.339	0.023	0.005	-0.018
Si	0.052	59.902	16.354	-0.002	-0.012	0.025
Si	2.783	62.609	16.308	-0.012	-0.002	-0.004
Si	5.579	-0.026	16.194	-0.008	0.037	-0.021
Si	8.11	2.739	16.467	-0.03	-0.001	0.02
Si	5.427	5.35	16.36	0.024	0.005	-0.009
Si	8.128	8.195	16.367	0.011	0.021	-0.02
Si	5.498	10.962	16.377	0.037	0.033	-0.006
Si	8.132	13.632	16.517	-0.007	-0.001	-0.003
Si	5.446	16.403	16.532	0.012	-0.007	-0.005
Si	8.148	19.129	16.591	-0.018	-0.017	-0.008
Si	5.443	21.82	16.569	0	0.002	-0.003
Si	8.098	24.552	16.492	0.006	-0.001	0.008
Si	5.472	27.302	16.477	-0.005	-0.035	-0.012
Si	8.187	30.124	16.429	0.08	0.027	-0.003
Si	5.329	32.691	16.25	-0.019	-0.031	0.036
Si	8.121	35.187	16.374	0.026	-0.057	-0.032
Si	5.424	38.06	16.283	-0.002	0.008	0.021
Si	8.068	40.697	16.198	-0.045	-0.002	0.017
Si	5.377	43.544	16.364	0.006	0.03	0.005
Si	8.062	46.234	16.228	0.042	-0.041	-0.004
Si	5.458	48.961	16.214	-0.003	-0.018	0.023
Si	8.215	51.639	16.09	0.016	0.002	-0.017
Si	5.522	54.4	16.232	-0.012	0.001	0.022
Si	8.264	57.045	16.218	-0.017	0.022	-0.007
Si	5.463	59.806	16.256	-0.006	-0.022	0.041
Si	8.23	62.603	16.239	0.002	0.041	0.022
Si	10.922	0.075	16.247	-0.003	0.019	0.002
Si	13.676	2.856	16.482	-0.037	0.01	0.034
Si	10.819	5.428	16.426	-0.027	-0.016	0
Si	13.658	8.185	16.445	0.031	0.025	0.036
Si	10.89	11.002	16.425	0.004	-0.02	0.05
Si	13.618	13.727	16.463	-0.025	0	-0.005
Si	10.838	16.35	16.483	-0.017	0.018	0.01
Si	13.569	19.129	16.311	-0.027	0.003	0.01
Si	10.908	21.885	16.546	0.065	0	0.005
Si	13.601	24.508	16.415	-0.038	0.011	-0.003
Si	10.921	27.302	16.326	0.016	0.007	-0.024
Si	13.741	29.976	16.312	-0.021	0.044	0.035
Si	10.905	32.597	16.218	-0.061	0.075	-0.002
Si	13.615	35.415	16.176	-0.032	-0.007	0.012
Si	10.796	38.002	16.349	-0.031	-0.014	0.009
Si	13.532	40.771	16.231	-0.012	0.013	-0.003
Si	10.873	43.514	16.145	-0.005	-0.035	-0.042
Si	13.642	46.223	16.095	-0.001	0.024	-0.014
Si	10.858	48.906	16.145	-0.013	0.009	-0.006
Si	13.722	51.658	16.26	0.018	0.032	0.051
Si	10.916	54.328	16.148	-0.017	0.034	0.006
Si	13.705	57.148	16.167	0.018	0.007	0.003
Si	10.919	59.799	16.361	-0.025	-0.049	0.028
Si	13.606	62.561	16.331	-0.015	-0.002	-0.001
Si	1.427	1.42	17.6	-0.023	0.042	0.012
Si	4.019	3.917	17.642	-0.012	0.02	0.028
Si	1.443	6.876	17.827	0	0.039	0.046
Si	4.019	9.592	17.511	0.019	-0.037	0.017
Si	1.214	12.269	17.598	-0.015	0.042	-0.034
Si	4.027	15.049	17.834	-0.04	0.014	0.05
Si	1.266	17.622	17.945	0.084	0.005	0.023
Si	4.042	20.423	17.884	-0.022	-0.014	-0.023
Si	1.451	23.224	17.811	0.055	-0.004	0.012
Si	3.985	26.068	17.852	-0.173	0.225	-0.41
Si	1.267	28.714	17.791	0.005	0.05	0.005
Si	3.94	31.348	17.58	-0.028	-0.028	-0.032
Si	1.343	34.057	17.784	-0.02	0.002	0.023
Si	3.933	36.744	17.531	-0.024	0.053	0.016
Si	1.353	39.522	17.622	-0.021	-0.007	-0.014
Si	4.06	42.159	17.777	-0.009	-0.008	0.015
Si	1.337	44.833	17.598	0.011	0.028	-0.021
Si	4.028	47.65	17.548	-0.005	-0.006	0.024
Si	1.214	50.391	17.678	-0.025	0.05	-0.018
Si	4.091	53	17.463	0.025	0.026	-0.036
Si	1.441	55.718	17.711	0.011	0.018	0.007
Si	4.185	58.432	17.704	0.041	0.016	0.051
Si	1.431	61.297	17.724	-0.024	0.014	0.044
Si	4.246	63.982	17.543	-0.016	-0.041	-0.006
Si	6.758	1.266	17.78	0.037	0.047	0.001
Si	9.415	4.14	17.889	-0.022	0.01	0
Si	6.765	6.767	17.677	0.008	-0.002	0.024
Si	9.435	9.652	17.687	-0.032	-0.037	-0.063
Si	6.774	12.267	17.906	0.013	-0.01	0.001
Si	9.497	14.963	17.899	0.015	0.028	0.024
Si	6.772	17.749	17.973	-0.001	-0.005	0.028
Si	9.565	20.511	17.911	-0.07	0.039	-0.043
Si	6.819	23.157	17.973	0.04	-0.043	-0.016
Si	9.536	25.97	17.675	0.016	0.039	-0.01
Si	6.867	28.731	17.763	0.008	-0.054	-0.025
Si	9.673	31.401	17.839	0.045	-0.155	-0.004
Si	5.253	35.354	18.808	0.118	-0.042	0.009
Si	9.436	36.576	17.74	0.035	0.002	0.007
Si	6.796	39.369	17.713	0.055	-0.041	0.04
Si	9.443	42.139	17.384	0.038	0.022	0.002
Si	6.681	45.013	17.722	-0.011	0.005	0.022
Si	9.479	47.566	17.525	-0.029	0.039	0.019
Si	6.917	50.32	17.499	0.038	-0.032	0.042
Si	9.597	52.893	17.483	-0.003	-0.045	-0.027
Si	7.007	55.647	17.617	0.023	-0.048	-0.001
Si	9.678	58.223	17.675	0.319	-0.157	-0.404
Si	6.815	61.229	17.52	0.017	0.004	-0.038
Si	9.555	64.046	17.561	0.005	0.003	0.001
Si	12.216	1.43	17.673	0.005	0.001	0.005
Si	15.047	4.331	17.875	-0.036	-0.006	0.001
Si	12.192	6.817	17.722	0.018	0.037	-0.007
Si	15.113	9.56	17.757	0.049	-0.009	0.043
Si	12.278	12.366	17.806	0.029	0.009	-0.005
Si	14.95	15.069	17.918	-0.037	-0.008	0.027
Si	12.263	17.765	17.698	0.025	-0.028	-0.011
Si	14.929	20.516	17.595	-0.021	-0.011	0.035
Si	12.311	23.248	17.934	-0.02	-0.028	-0.002
Si	14.972	25.735	17.837	-0.033	-0.021	0.073
Si	12.436	28.565	17.615	-0.003	-0.054	0.033
Si	15.064	31.316	17.769	0.038	-0.055	0.074
Si	12.215	34.067	17.437	0.064	0.136	0.019
Si	14.94	36.715	17.608	-0.003	-0.001	0.026
Si	12.167	39.446	17.63	-0.002	-0.046	-0.008
Si	14.871	42.136	17.6	-0.005	0.033	0.014
Si	12.327	44.873	17.426	-0.026	-0.019	0.032
Si	14.932	47.51	17.566	-0.011	-0.025	0.022
Si	12.277	50.221	17.454	0.02	-0.034	0.002
Si	15.172	53.052	17.611	0.012	-0.059	-0.037
Si	12.349	55.701	17.378	-0.03	-0.002	-0.046
Si	15.019	58.444	17.636	0.001	0.024	-0.041
Si	12.273	61.173	17.724	0.025	-0.003	-0.045
Si	14.962	63.911	17.693	0.032	-0.004	-0.008
Si	0.616	3.278	18.866	0.05	0.033	0.016
Si	2.253	-1.204	20.407	0.16	0.535	-0.294
Si	0.711	8.846	19.064	-0.104	-0.085	-0.016
Si	2.326	4.929	18.91	-0.174	-0.116	-0.514
Si	-0.082	13.518	19.153	0.042	-0.049	0.052
Si	2.339	10.595	18.774	0.038	-0.003	-0.014
Si	-0.244	19.103	19.005	-0.073	-0.035	0.015
Si	2.591	16.185	19.366	-0.088	0.036	0.031
Si	0.053	24.412	19.262	0.008	-0.008	-0.034
Si	2.706	21.803	19.221	0.022	0.022	-0.029
Si	0.021	30.03	19.336	-0.024	-0.004	0.079
Si	2.689	27.471	19.16	0.001	0.023	0.012
Si	0.071	35.565	19.099	0.288	0.256	-0.397
Si	2.708	32.656	19.14	0.038	0.002	0.078
Si	-0.035	40.867	18.967	-0.001	0.004	0.019
Si	2.729	38.163	18.955	-0.005	-0.016	0.036
Si	-0.021	46.197	18.946	0.019	-0.028	0.072
Si	2.633	43.541	19.105	0.005	-0.004	0.028
Si	0.179	51.929	19.231	0.046	0.07	0.062
Si	3.991	50.394	20.055	-0.062	0.011	-0.496
Si	0.092	57.129	19.05	0.018	0.027	0.073
Si	2.87	54.296	18.978	-0.018	-0.021	0.085
Si	-1.11	60.85	20.393	-0.114	0.255	-0.672
Si	1.265	58.772	20.303	0.081	-0.083	-0.701
Si	4.814	2.065	18.916	0.008	-0.031	0.026
Si	8.25	-0.038	19.099	-0.016	0	0.066
Si	5.197	8.083	18.797	0.193	0.124	-0.715
Si	8.085	5.621	19.282	0.382	0.321	-0.321
Si	3.325	12.197	20.175	-0.325	0.238	-0.357
Si	8.234	10.958	19.256	-0.024	-0.035	0.142
Si	6.186	20.334	20.994	-0.261	-0.238	-0.57
Si	8.257	16.447	19.285	0.259	0.277	-0.347
Si	5.593	24.107	19.798	0.315	-0.311	0.28
Si	8.334	21.959	19.306	0.321	0.253	-0.366
Si	5.445	30.187	18.924	0.045	-0.001	0.028
Si	8.332	27.421	19.078	0.373	0.346	-0.389
Si	6.7	33.827	17.77	-0.031	0.09	0.067
Si	7.791	32.211	21.543	-0.277	-0.098	-0.383
Si	7.052	42.043	20.232	-0.202	-0.065	-0.697
Si	8.032	37.854	19.146	-0.345	-0.214	-0.387
Si	3.631	45.291	20.344	0.058	-0.177	-0.719
Si	8.099	43.46	18.758	-0.073	0.026	0.026
Si	2.604	48.975	18.864	-0.006	0.01	-0.01
Si	8.367	49.101	18.933	0.363	0.216	-0.467
Si	5.646	56.999	18.949	-0.022	0.07	0.086
Si	8.322	54.148	18.955	-0.067	0.049	0.015
Si	5.642	62.646	18.933	0.039	0.036	0.059
Si	7.913	60.196	19.289	0.071	0.572	-0.238
Si	10.821	2.707	19.13	0.006	0.011	0.03
Si	13.572	-0.007	18.945	-0.109	-0.001	0.06
Si	10.815	8.293	18.936	-0.034	-0.004	0.034
Si	13.489	5.635	19.281	-0.09	-0.338	-0.27
Si	10.947	13.673	19.286	0.021	0.003	0.023
Si	13.664	10.904	19.029	-0.029	0.026	-0.025
Si	11.031	19.155	19.106	0.056	0.001	0.027
Si	13.572	16.556	19.213	0.021	-0.033	0.061
Si	10.902	24.753	19.135	0.005	0.056	0.023
Si	13.792	21.825	19.186	-0.014	-0.024	-0.074
Si	11.118	29.891	18.966	-0.103	0.077	-0.086
Si	15.204	28.254	20.434	-0.055	0.285	-0.745
Si	10.754	35.063	19.001	-0.051	0.019	0.097
Si	13.554	32.755	18.777	0.039	-0.01	-0.091
Si	10.787	40.923	18.842	-0.047	0.005	0.053
Si	13.6	38.12	18.933	0.266	0.246	-0.321
Si	10.796	46.045	18.704	-0.241	-0.238	-0.54
Si	13.559	43.565	18.95	0.035	-0.052	0
Si	13.726	54.455	18.724	0.017	0.004	0.029
Si	13.53	48.846	18.87	-0.386	-0.36	-0.289
Si	10.091	55.1	20.185	-0.003	0.036	-0.647
Si	11.046	51.625	18.833	-0.037	0.005	0.041
Si	10.88	62.674	18.898	-0.007	0.011	0.047
Si	13.623	59.733	19.049	0.011	0.004	0.023
Si	0.104	2.397	20.935	-0.152	0.108	-0.658
Si	5.005	2.152	21.224	-0.127	-0.051	-0.705
Si	0.202	9.421	21.295	0.332	-0.238	-0.569
Si	3.762	6.414	20.9	0.035	-0.171	0.052
Si	1.78	14.141	20.417	0.202	-0.086	-0.591
Si	5.075	13.387	19.126	-0.167	-0.218	-0.555
Si	0.913	20.702	20.188	0.085	-0.027	-0.031
Si	3.987	17.562	20.725	-0.444	0.355	-0.225
Si	1.182	26.132	20.413	0.082	-0.091	-0.652
Si	4.12	22.62	20.958	-0.041	0.22	-0.649
Si	1.735	31.135	20.658	-0.273	0.085	-0.757
Si	4.037	29.019	20.399	-0.078	-0.038	-0.547
Si	1.188	37.183	20.387	0.098	-0.236	-0.626
Si	4.573	33.616	20.185	-0.177	0.008	-0.54
Si	1.051	42.358	20.412	0.262	-0.08	-0.669
Si	4.298	39.123	20.372	-0.001	0.26	-0.703
Si	1.435	47.493	20.257	-0.078	0.079	-0.639
Si	5.256	46.427	19.123	0.06	-0.01	0.039
Si	1.994	52.792	20.562	-0.252	0.089	-0.578
Si	5.462	51.647	18.757	-0.007	0.03	0.022
Si	2.865	59.905	19.02	-0.012	0.004	-0.005
Si	4.489	55.39	20.181	-0.056	0.19	-0.737
Si	3.127	65.619	18.772	-0.019	0.029	0.058
Si	4.075	61.539	20.255	0.285	-0.402	-0.596
Si	6.252	4.909	21.756	0.056	-0.035	-0.145
Si	9.846	1.039	20.498	-0.191	0.179	-0.638
Si	7.152	9.525	20.775	0.389	0.355	-0.421
Si	9.323	7.308	20.421	-0.105	-0.137	-0.714
Si	6.154	15.28	21.297	0.023	0.067	-0.097
Si	9.948	11.953	20.58	-0.046	0.113	-0.663
Si	5.252	19.011	19.311	0.001	0.065	0.094
Si	9.886	17.663	20.451	-0.161	0.025	-0.659
Si	7.058	25.371	21.127	-0.28	-0.477	-0.204
Si	9.55	23.532	20.578	0.296	-0.344	-0.307
Si	6.397	32.202	19.648	0.345	-0.001	-0.169
Si	10.128	28.288	20.313	0.235	-0.252	-0.568
Si	6.325	36.736	20.328	0.159	-0.074	-0.604
Si	10.114	32.906	19.709	0.112	0.105	-0.517
Si	5.106	43.387	22.181	0.097	0.01	-0.05
Si	9.469	40.095	20.582	0.265	0.283	-0.495
Si	5.969	48.066	20.728	-0.342	-0.366	-0.454
Si	9.873	44.321	19.918	0.197	-0.312	-0.508
Si	6.585	53.09	20.192	0.215	-0.059	-0.721
Si	9.978	50.165	20.302	-0.016	0.077	-0.665
Si	6.322	58.198	20.82	0.108	-0.382	-0.541
Si	11.088	56.845	18.932	-0.032	-0.001	0.055
Si	7.389	63.492	20.32	0.224	-0.15	-0.566
Si	9.199	61.837	20.255	-0.318	0.248	-0.313
Si	12.425	3.853	20.376	-0.146	0.147	-0.749
Si	14.409	1.355	20.626	0.412	-0.031	-0.517
Si	12.12	9.684	20.251	0.274	-0.298	-0.151
Si	13.596	8.141	21.389	-0.657	0.183	0.107
Si	12.014	15.402	20.521	0.174	-0.163	-0.79
Si	15.046	12	20.555	-0.044	0.139	-0.672
Si	12.616	20.257	20.413	0.317	-0.21	-0.409
Si	14.344	18.428	20.492	-0.016	0.042	-0.021
Si	11.788	26.523	20.422	-0.114	0.145	-0.542
Si	15.63	22.479	20.564	-0.062	0.019	0.087
Si	12.059	31.653	20.144	0.067	-0.143	0.024
Si	13.632	27.192	19.094	-0.047	-0.039	-0.031
Si	12.3	35.875	20.59	0.117	-0.707	-0.457
Si	14.058	34.291	20.447	-0.649	0.112	-0.379
Si	11.677	42.705	20.052	-0.161	0.212	-0.565
Si	15.172	39.257	20.203	-0.05	0.111	-0.646
Si	12.247	48.024	20.61	0.291	0.195	-0.388
Si	15.205	44.611	20.281	-0.157	0.103	-0.746
Si	12.432	53.055	20.02	0.042	-0.039	-0.455
Si	14.837	51.128	20.642	0.291	0.471	-0.223
Si	12.475	58.086	20.374	-0.39	0.397	-0.123
Si	14.742	55.947	20.186	0.19	0.046	-0.656
Si	12.064	64.138	20.303	0.119	-0.159	-0.659
Si	16.302	62.619	19.151	-0.202	-0.448	-0.234
Si	0.787	9.333	30.098	0.069	0.032	-0.045
Si	16.175	-12.518	29.471	-0.095	-0.028	-0.022
Si	10.719	5.374	22.416	-0.069	-0.01	-0.045
Si	13.541	20.78	27.886	0.005	-0.042	-0.053
Si	-4.683	13.204	28.013	-0.018	-0.038	0.097
Si	-14.208	24.281	22.814	0.063	-0.15	-0.143
Si	12.502	24.917	30.192	0.166	-0.256	0.53
Si	3.342	14.972	27.083	-0.141	-0.035	-0.004
Si	14.583	29.632	23.015	0.042	-0.052	0.034
Si	4.277	45.766	27.683	0.023	0.109	0.148
Si	0.406	41.445	29.666	-0.026	0.02	-0.019
Si	11.426	58.531	22.525	0.055	0.451	-0.354
Si	-9.926	65.197	22.653	-0.079	0.019	-0.026
Si	-24.114	44.67	30.016	-0.301	0.391	0.552
Si	8.697	9.904	28.859	-0.076	-0.024	-0.034
Si	2.418	0.806	22.405	-0.001	0.109	-0.004
Si	16.599	15.143	22.847	0.049	0.101	-0.078
Si	-5.038	0.049	24.664	-0.049	-0.05	-0.015
Si	3.109	18.422	22.858	-0.275	0.278	-0.625
Si	4.608	22.258	26.156	-0.051	0.118	-0.008
Si	-5.511	8.812	25.413	0.088	-0.099	-0.047
Si	5.611	35.361	25.507	-0.027	-0.026	0.062
Si	-9.806	30.614	29.546	-0.014	0.039	0.08
Si	-1.607	33.822	29.669	0.066	0.068	0.073
Si	2.714	34.349	25.165	0.019	-0.022	-0.011
Si	13.229	32.064	22.114	-0.245	-0.016	-0.528
Si	36.218	57.537	22.021	0.129	-0.027	-0.226
Si	29.59	49.729	26.576	0.021	-0.031	-0.134
Si	11.912	54.272	29.203	-0.154	0.07	0.107
Si	10.213	61.971	27.804	0.041	0.018	-0.126
Si	3.478	66.535	29.788	0.034	-0.068	-0.009
Si	35.148	51.723	28.962	0.035	0.093	-0.015
Si	4.813	-4.066	23.364	-0.036	0.042	-0.064
Si	7.723	-4.243	29.296	0.005	0.01	0.084
Si	9.069	13.225	23.389	-0.02	-0.029	-0.091
Si	6.743	26.348	27.156	-0.032	0.101	-0.068
Si	6.509	11.911	24.848	0.101	0.084	-0.027
Si	15.304	21.388	25.582	-0.071	0.012	-0.069
Si	-2.644	33.644	26.935	-0.067	0.14	0.024
Si	18.405	12.502	27.818	-0.005	0.117	0.107
Si	17.652	9.632	27.063	0.071	-0.088	0.121
Si	28.29	32.923	24.736	0.049	0.103	-0.12
Si	15.706	37.965	27.316	0.117	0.011	0.049
Si	18.013	55.559	25.829	0.04	0.029	-0.043
Si	-2.151	39.694	29.128	0.037	-0.075	0.007
Si	9.06	38.963	29.518	-0.032	-0.016	-0.131
Si	6.487	71.245	28.736	-0.016	-0.022	0.031
Si	16.921	47.397	29.87	-0.024	-0.145	0.051
Si	18.079	16.518	24.884	0.025	-0.075	0.022
Si	2.704	8.511	22.961	-0.066	0.102	0.007
Si	22.255	-13.551	26.944	-0.018	0.108	-0.024
Si	-11.767	19.3	25.494	-0.071	-0.016	-0.06
Si	-0.246	22.282	22.94	-0.29	-0.121	-0.637
Si	-5.159	22.524	22.066	-0.303	0.141	-0.465
Si	-10.691	35.768	30.226	-0.126	-0.174	0.089
Si	-4.225	25.08	23.173	0.024	0.011	-0.038
Si	6.973	28.624	24.988	0.064	-0.023	-0.002
Si	13.708	44.506	25.07	-0.102	-0.007	-0.044
Si	-1.148	41.882	24.835	-0.052	0.063	0.06
Si	1.939	47.561	27.13	-0.021	-0.016	-0.008
Si	3.655	50.029	26.567	-0.01	0.014	0.016
Si	6.137	55.745	28.474	-0.017	-0.134	0.041
Si	1.237	32.936	23.261	0.115	-0.07	-0.041
Si	11.921	69.32	29.775	-0.129	-0.073	0.061
Si	6.952	62.71	25.019	0.013	-0.054	0.075
Si	9.304	12.575	29.802	0.12	-0.114	0.219
Si	-2.818	-3.544	25.444	0.084	0.035	-0.059
Si	4.51	-7.433	29.536	-0.019	0.084	0.077
Si	5.936	-4.37	27.133	-0.067	0.07	-0.105
Si	4.69	5.044	26.65	-0.091	0.113	-0.057
Si	-9.112	23.617	25.65	-0.026	-0.109	-0.063
Si	9.799	23.645	24.34	0.031	0.05	-0.043
Si	7.947	15.647	26.815	0.176	0.036	-0.094
Si	-2.391	26.419	25.395	-0.026	0.032	-0.085
Si	11.305	41.176	22.658	0.039	0.088	-0.119
Si	8.149	33.978	26.952	0.059	0.059	0.063
Si	8.583	38.676	26.637	-0.1	0.001	0.078
Si	22.122	38.498	26.145	0.02	0.008	0.052
Si	22.548	7.255	26.179	-0.036	-0.119	0.018
Si	8.365	4.364	23.739	0.092	-0.028	0.056
Si	11.675	10.125	28.133	-0.14	0.084	-0.153
Si	-6.828	22.092	26.684	-0.037	0.01	-0.007
Si	27.931	13.913	24.896	0.003	0.151	-0.064
Si	10.75	16.605	25.933	-0.074	0.077	-0.041
Si	9.315	34.07	29.783	-0.239	0.215	0.407
Si	12.88	40.453	26.55	-0.048	-0.051	0.001
Si	20.28	28.765	29.616	0.027	-0.035	0.078
Si	9.536	43.229	24.343	0.003	-0.062	-0.149
Si	6.989	20.169	29.659	0.02	-0.074	0.12
Si	6.867	53.069	29.605	0.089	0.008	0.12
Si	31.288	37.206	24.366	0.032	0.091	-0.064
Si	17.19	40.742	26.757	-0.054	-0.003	0.043
Si	9.087	58.393	29.62	0.136	0.014	0.13
Si	8.344	47.086	28.093	-0.105	-0.017	0.121
Si	8.721	56.815	22.45	-0.061	0.202	-0.09
Si	14.258	56.022	29.999	-0.011	0.178	-0.031
Si	18.072	87.51	26.918	0.045	-0.078	-0.086
Si	-6.912	-10.09	24.801	0.005	-0.036	-0.113
Si	-13.512	-7	27.022	-0.185	-0.046	0.09
Si	11.775	-5.553	26.629	-0.046	0.057	0.053
Si	-8.275	9.382	25.79	0.128	0.007	0.04
Si	3.977	2.024	26.794	0.047	-0.025	0.084
Si	-9.292	25.213	29.775	0.059	-0.018	-0.036
Si	-0.801	18.209	25.289	-0.069	-0.034	-0.082
Si	0.365	36.248	29.458	0.149	0.067	0.108
Si	4.937	10.762	22.568	0.073	-0.104	-0.169
Si	3.041	41.067	22.366	-0.08	-0.055	0.02
Si	1.231	35.888	23.128	0.1	-0.081	-0.002
Si	6.937	37.373	28.386	0.066	0.059	0.019
Si	-3.058	51.623	29.042	0.014	-0.024	-0.008
Si	13.363	45.943	22.427	-0.008	0.103	-0.027
Si	-1.803	59.276	26.494	-0.033	0.136	-0.048
Si	3.599	40.671	25.478	0.082	0.021	-0.087
Si	-0.806	55.127	27.591	0.006	0.057	0.071
Si	3.851	53.889	27.375	0.041	-0.054	0.008
Si	-3.359	-0.803	26.996	-0.018	-0.112	-0.148
Si	15.347	8.509	25.599	-0.06	-0.146	-0.155
Si	1.449	1.509	25.209	-0.087	0.053	-0.208
Si	-3.356	15.608	29.6	-0.135	0.027	0.072
Si	-2.613	13.847	22.687	0.004	-0.07	-0.146
Si	17.751	14.885	29.333	0.008	-0.053	-0.138
Si	16.463	33.01	25.985	0.065	0.005	-0.061
Si	-8.616	30.962	26.604	-0.001	0.06	0.006
Si	-7.334	29.635	22.983	-0.065	0.056	-0.1
Si	8.589	52.326	25.259	-0.026	-0.055	0.013
Si	0.388	59.782	28.464	0.022	0.035	0.164
Si	10.506	45.48	22.549	-0.105	0.015	-0.063
Si	-0.778	64.796	25.79	0.055	-0.004	-0.045
Si	11.039	47.582	27.048	0.019	-0.034	-0.113
Si	17.998	50.907	24.559	-0.106	-0.115	-0.045
Si	13.575	8.042	27.99	0.022	-0.127	0.009
Si	12.727	-10.395	26.52	0.041	0.088	0.013
Si	20.768	12.22	29.746	-0.059	-0.038	-0.062
Si	4.974	-0.495	25.259	0.014	-0.029	-0.063
Si	13.109	29.228	25.667	0.128	-0.041	-0.016
Si	11.422	42.962	26.292	0.138	0.138	0.004
Si	8.081	18.7	22.803	0.002	0.023	-0.144
Si	10.895	35.248	27.472	-0.01	-0.175	0.063
Si	17.811	24.859	28.61	-0.106	0.068	0.042
Si	15.738	18.015	22.331	0.054	0.653	-0.46
Si	11.272	37.861	25.891	0.039	-0.023	0.067
Si	14.784	25.946	28.196	0.061	0.022	-0.065
Si	10.415	30.671	25.479	-0.104	-0.002	-0.046
Si	11.062	60.839	22.721	0.667	-0.198	-0.175
Si	1.058	53.756	23.532	0.092	0.045	-0.2
Si	6.981	48.464	23.457	0.029	0.079	-0.131
Si	19.76	62.303	25.711	0.132	0.082	0.011
Si	11.817	-1.51	29.681	-0.023	-0.073	0.075
Si	-3.068	8.052	23.681	0.092	-0.06	-0.445
Si	5.558	22.64	29.112	-0.025	-0.051	0.114
Si	6.862	18.356	27.196	-0.072	0.091	0.028
Si	0.85	17.677	29.45	-0.081	-0.023	0.005
Si	6.447	46.718	25.631	-0.042	-0.041	0.025
Si	12.848	46.644	31.8	0.248	-0.297	0.062
Si	-0.501	30.074	27.051	0.06	0.013	-0.053
Si	11.131	50.925	24.657	-0.029	-0.007	0.071
Si	16.084	48.836	25.418	0.04	0.016	0.055
Si	-18.034	54.778	22.978	-0.058	0	-0.002
Si	-8.476	51.248	22.432	0.025	-0.148	-0.064
Si	-4.456	53.687	23.995	0.081	-0.002	0.012
Si	9.544	57.761	26.523	-0.045	0.024	0.135
Si	-3.581	45.028	27.768	0.077	0.07	-0.08
Si	15.799	68.607	23.683	-0.022	-0.195	-0.009
Si	-1.561	7.387	30.572	-0.651	0.309	0.305
Si	-7.317	4.699	29.719	0.109	0.123	0.005
Si	3.366	7.658	25.873	-0.02	-0.133	-0.043
Si	2.6	19.362	27.902	0.082	0.006	0.119
Si	2.766	26.617	24.336	-0.032	-0.084	0.088
Si	5.971	13.692	27.41	-0.099	-0.036	0.106
Si	13.341	17.651	27.413	-0.02	0.074	-0.067
Si	7.592	15.681	23.706	0.037	0.008	0.005
Si	5.272	27.361	22.76	0.232	-0.083	-0.091
Si	5.157	42.909	27.051	-0.035	-0.012	0.004
Si	-1.199	28.576	29.519	0.047	-0.03	0.12
Si	0.138	28.232	24.749	-0.053	0.032	0.118
Si	-5.196	22.445	29.245	-0.107	-0.151	0.616
Si	-4.05	35.883	23.732	0.031	-0.024	-0.192
Si	6.106	34.563	22.468	-0.059	0.025	-0.23
Si	6.022	47.241	29.973	0.229	-0.4	0.459
Si	6.298	42.501	29.701	0.03	-0.019	0.017
Si	4.424	58.543	24.628	0.004	0.088	-0.046
Si	5.456	40.745	19.111	-0.009	0.015	0.049
Si	0.75	62.568	27.148	-0.084	-0.029	0.064
Si	14.104	0.687	23.502	0.089	0.049	0.06
Si	29.919	-8.15	24.546	-0.064	-0.059	-0.033
Si	9.933	-2.6	24.771	0.017	-0.033	0.022
Si	-5.955	5.813	25.333	-0.074	-0.032	-0.067
Si	33.969	-1.112	29.648	-0.056	-0.068	0.161
Si	17.478	19.685	22.287	0.087	-0.335	-0.266
Si	14.655	5.778	25.102	-0.035	0.082	0.03
Si	25.62	19.329	25.471	0.085	-0.096	-0.021
Si	19.975	26.857	27.32	-0.01	-0.045	0.092
Si	10.079	48.066	24.075	0.016	0.032	0.106
Si	14.087	39.997	23.014	-0.032	-0.031	-0.094
Si	0.169	49.372	22.563	-0.018	0.008	-0.08
Si	6.673	43.919	24.665	0.037	0.045	-0.03
Si	6.657	57.994	26.408	-0.027	0.045	0.005
Si	25.142	66.759	23.483	0.098	-0.031	-0.113
Si	28.963	70.652	27.16	-0.03	0.069	-0.008
Si	13.112	62.044	22.442	-0.625	-0.457	0.022
O	6.298	-1.308	25.719	0.016	0.279	0.602
O	3.515	-3.568	24.188	-0.68	0.025	-0.188
O	10.184	-2.656	26.36	-0.062	0.064	-0.095
O	0.873	-13.624	28.949	-0.247	-0.588	-0.272
O	9.464	4.382	22.544	0.037	-0.434	-0.434
O	-9.335	10.454	25.298	-0.185	-0.119	-0.184
O	8.015	5.334	28.617	0.252	-0.093	-0.324
O	1.431	18.256	28.051	-0.104	-0.047	-0.681
O	-1.711	2.183	23.858	-0.154	0.046	0.377
O	-1.949	8.806	26.849	-0.125	0.472	0.15
O	-3.535	9.185	28.81	-0.036	0.347	0.684
O	-2.651	16.802	28.752	0.533	0.367	-0.021
O	3.96	9.529	22.968	0.02	-0.347	0.457
O	2.867	5.127	20.478	-0.101	-0.191	0.486
O	-6.445	22.187	28.241	-0.439	-0.101	0.083
O	3.556	19.202	29.229	0.296	0.12	0.018
O	-12.465	6.922	31.314	-0.092	0.036	-0.707
O	7.162	4.833	20.413	-0.239	-0.673	-0.003
O	-6.819	16.444	31.926	-0.616	0.294	-0.403
O	3.199	19.324	31.919	-0.177	0.21	-0.012
O	2.011	20.865	27.827	-0.283	0.012	0.534
O	-2.409	29.269	30.372	0.036	-0.171	-0.182
O	2.589	17.064	23.615	0.053	-0.639	-0.278
O	-3.972	21.545	28.66	-0.14	-0.028	-0.151
O	-1.817	38.282	28.39	-0.424	-0.605	-0.02
O	2.353	40.28	26.409	0.152	-0.58	0.434
O	-4.541	34.478	24.36	-0.191	0.029	0.19
O	-4.312	36.536	31.218	0.114	-0.203	-0.45
O	-1.821	31.114	22.391	0.325	0.095	-0.367
O	-7.433	40.102	30.649	0.398	0.351	0.077
O	4.124	42.155	21.903	0.222	0.184	-0.09
O	-6.613	47.931	27.932	-0.126	0.778	0.336
O	-1.74	45.321	21.604	0.191	0.334	0.233
O	6.126	48.06	24.774	-0.649	0.282	-0.017
O	-18.657	33.087	28.421	-0.248	-0.555	0.117
O	0.728	47.664	26.027	-0.026	-0.272	-0.332
O	-8.736	43.442	29.548	0.22	-0.388	-0.522
O	-3.176	54.108	23.1	-0.122	-0.006	-0.38
O	-3.635	50.73	30.268	-0.616	-0.163	-0.268
O	-6.839	57.906	28.138	0.301	-0.066	-0.055
O	3.43	59.148	25.762	-0.077	0.402	-0.139
O	7.297	51.86	26.105	-0.094	-0.141	-0.19
O	5.775	53.379	30.768	-0.092	-0.104	-0.132
O	-3.542	62.831	30.497	-0.291	-0.193	-0.226
O	17.826	52.497	24.441	0.055	0.198	0.344
O	3.685	61.174	31.351	-0.025	0.201	-0.098
O	1.277	-1.604	28.125	0.098	0.567	-0.412
O	2.656	-10.874	26.475	-0.086	-0.219	-0.166
O	11.108	5.84	23.894	0.46	0.382	-0.131
O	8.333	13.626	30.527	-0.133	0.364	-0.565
O	9.289	1.572	21.937	0.087	0.304	-0.063
O	5.139	10.911	30.382	0.141	-0.1	-0.145
O	6.14	6.134	30.288	0.35	-0.074	0.125
O	5.129	-0.311	23.64	-0.481	0.177	-0.387
O	7.701	17.241	23.355	-0.297	-0.117	-0.001
O	2.548	25.857	27.939	-0.05	-0.083	-0.095
O	17.33	13.477	28.594	-0.68	-0.173	-0.089
O	0.356	16.128	29.229	-0.584	-0.196	0.1
O	3.914	13.102	31.005	0.347	0.015	0.314
O	6.428	19.163	28.528	-0.354	0.132	0.211
O	10.614	18.622	30.929	0.003	0.233	-0.177
O	12.13	11.668	28.259	0.631	-0.03	0.419
O	0.864	15.278	24.342	-0.235	-0.295	0.254
O	-0.066	43.485	20.844	0.003	-0.14	0.483
O	9.55	15.889	26.775	0.049	-0.142	0.472
O	-9.936	25.845	31.114	0.342	-0.222	0.331
O	19.673	27.056	25.762	0.221	0.38	-0.071
O	13.761	25.376	29.292	0.242	-0.336	-0.064
O	-2.04	29.898	26.546	-0.339	0.304	-0.037
O	-2.866	40.631	28.034	-0.164	0.3	0.071
O	7.619	29.73	30.335	-0.019	-0.348	-0.401
O	11.56	37.087	24.515	-0.334	0.179	-0.515
O	10.121	30.251	23.949	0.256	0.425	-0.127
O	-0.304	37.344	30.474	-0.283	0.129	-0.04
O	6.247	35.957	28.737	0.011	-0.113	-0.476
O	4.522	27.51	30.454	-0.255	-0.033	-0.233
O	3.184	48.495	26.677	0.355	-0.059	0.135
O	-6.359	43.995	30.45	0.221	0.116	-0.388
O	10.334	42.005	23.648	-0.147	-0.224	0.147
O	8.354	52.124	23.679	0.253	0.515	-0.097
O	5.177	48.489	30.59	-0.378	0.191	-0.33
O	12.448	38.931	26.209	0.301	-0.265	-0.096
O	21.102	69.86	31.995	0.132	-0.104	-0.185
O	-0.906	50.48	22.027	-0.277	0.193	0.295
O	15.643	58.958	27.593	-0.139	-0.761	-0.019
O	1.942	63.046	30.575	0.152	-0.239	-0.141
O	14.633	61.114	31.216	0.146	-0.097	-0.415
O	8.497	57.094	30.391	-0.147	0.046	-0.111
O	13.092	59.058	27.216	-0.162	-0.64	0.674
O	11.761	65.264	26.211	-0.328	0.319	0.404
O	0.139	59.598	30.075	0.322	-0.414	-0.189
O	5.058	59.227	30.297	0.313	-0.043	-0.16
O	11.144	-0.428	30.65	-0.064	0.256	0.027
O	5.665	-8.574	29.663	0.437	-0.041	0.51
O	18.909	-0.726	21.926	0.47	-0.653	0.384
O	5.283	4.983	28.166	-0.281	-0.55	0.454
O	5.087	20.816	25.633	0.7	0.285	-0.131
O	13.768	6.779	20.47	0.257	0.057	0.089
O	8.333	11.456	29.143	-0.572	0.394	0.111
O	16.687	9.346	25.804	0.307	0.09	-0.393
O	10.165	13.315	28.653	-0.44	0.078	-0.386
O	-1.809	8.935	24.276	0.316	0.618	-0.131
O	14.991	22.114	24.148	-0.342	0.215	-0.145
O	7.392	15.557	25.294	-0.597	0.218	-0.079
O	-0.268	8.341	30.795	0.154	0.03	0.336
O	3.27	23.271	22.222	0.05	0.121	0.251
O	5.976	24.187	29.122	-0.312	0.078	-0.527
O	10.237	18.015	25.301	0.311	0.091	-0.49
O	5.736	18.329	26.035	0.037	-0.604	-0.275
O	27.996	16.221	30.344	-0.076	-0.435	-0.459
O	13.229	25.485	24.273	0.151	-0.276	0.078
O	6.331	32.056	30.256	0.273	0.298	-0.523
O	7.115	33.296	22.547	0.351	-0.372	0.412
O	6.79	30.144	25.543	-0.388	0.359	-0.132
O	16.024	29.375	23.687	0.177	0.353	-0.021
O	8.223	33.761	28.588	-0.367	-0.035	0.121
O	23.807	14.293	27.566	0.215	-0.221	0.518
O	-2.835	6.57	24.308	-0.505	-0.15	-0.088
O	7.737	38.007	29.651	-0.253	-0.23	0.49
O	7.167	27.638	26.27	0.519	0.114	-0.061
O	-2.504	19.348	30.8	-0.35	0.175	-0.517
O	23.211	45.521	24.618	0.252	0.19	-0.468
O	9.661	50.064	31.151	0.06	-0.054	-0.453
O	15.647	46.405	29.698	0.303	-0.052	-0.35
O	16.609	41.639	25.544	0.518	-0.025	-0.156
O	13.836	45.137	26.558	0.357	0.391	0.058
O	13.11	47.481	21.91	0.369	0.297	0.452
O	1.582	53.491	22.002	0.222	0.548	0.136
O	14.62	48.971	26.108	-0.033	-0.384	-0.205
O	10.386	59.042	30.372	0.255	0.005	-0.367
O	27.802	46.738	20.032	0.105	-0.209	0.344
O	16.497	55.568	26.399	-0.167	0.337	-0.128
O	12.753	63.381	21.582	0.247	0.544	-0.015
O	7.038	61.53	26.097	0.418	-0.306	0.01
O	8.756	58.86	18.887	0.092	-0.208	0.323
O	1.95	62.01	26.241	-0.223	-0.187	-0.042
O	12.534	65.935	23.82	-0.059	0.275	-0.382
O	8.123	2.797	24.024	-0.554	-0.173	0.662
O	19.131	15.34	28.575	0.359	0.519	0.141
O	4.504	-3.759	26.694	-0.108	-0.022	0.341
O	10.041	1.045	24.46	-0.133	0.397	0.489
O	-4.28	9.726	31.421	-0.172	0.075	-0.472
O	-11.652	17.355	30.878	0.199	0.144	-0.698
O	-4.474	8.696	24.184	-0.363	0.216	-0.262
O	11.53	9.66	26.589	0.285	0.418	0.083
O	2.431	1.93	26.388	-0.275	0.263	0.395
O	-26.764	8.798	20.065	-0.547	-0.038	0.267
O	15.125	14.546	23.003	-0.091	0.118	0.184
O	11.93	4.571	21.754	0.348	0.077	0.3
O	-3.594	14.819	21.854	0.053	0.126	0.176
O	-6.088	23.283	25.859	0.633	0.289	0.31
O	1.583	23.435	27.899	-0.073	-0.123	0.205
O	-8.142	28.597	23.924	0.204	-0.601	0.078
O	0.724	23.556	23.146	-0.12	0.453	0.382
O	11.977	16.975	26.893	-0.048	-0.12	0.04
O	-1.031	27.105	24.83	-0.06	-0.283	-0.052
O	6.295	26.127	22.391	0.185	-0.265	0.114
O	-10.475	35.05	23.954	-0.109	0.291	0.039
O	7.391	26.608	20.141	-0.083	0.042	0.083
O	4.238	42.018	26.083	-0.076	0.228	-0.154
O	2.293	35.716	24.355	0.327	0.566	0.2
O	-15.029	31.85	22.069	-0.054	-0.198	0.323
O	7.076	30.795	28.058	-0.082	0.155	-0.188
O	0.814	41.626	28.111	0.133	0.112	-0.076
O	5.54	36.98	25.625	0.074	0.09	0.004
O	0.809	34.389	22.67	-0.518	-0.097	-0.541
O	21.928	54.294	20.708	0.103	-0.003	0.248
O	14.241	39.786	21.427	-0.447	0.344	-0.116
O	1.787	46.652	30.651	0.216	0.265	0.009
O	6.361	47.588	22.234	-0.05	-0.464	0.205
O	4.332	44.15	27.681	-0.057	-0.18	0.1
O	3.136	57.435	30.253	-0.488	0.339	-0.431
O	-5.14	60.694	27.806	0.137	-0.28	0.556
O	2.935	50.721	27.817	-0.179	-0.195	0.069
O	15.014	56.309	28.593	0.225	0.48	-0.225
O	-4.15	48.697	27.184	-0.121	-0.078	0.366
O	-7.061	55.693	21.444	-0.136	-0.244	0.14
O	14.056	41.338	31.926	0.117	-0.386	-0.337
O	16.425	59.804	20.847	-0.131	-0.245	0.564
O	-1.614	60.818	25.967	0.504	0.346	0.199
O	6.261	61.39	28.664	-0.522	0.106	0.088
O	2.126	58.132	21.541	-0.04	0.09	0.623
O	5.109	43.33	30.386	-0.159	0.047	-0.286
O	-4.057	-4.595	25.419	-0.357	0.121	-0.435
O	7.088	5.131	23.12	-0.132	0.552	0.369
O	-5.257	10.795	20.964	-0.124	-0.162	0.179
O	10.994	-0.079	20.877	-0.051	-0.212	0.213
O	8.206	9.483	27.397	-0.344	-0.094	0.138
O	2.909	7.362	21.852	-0.41	-0.293	-0.117
O	6.441	7.247	27.8	0.091	0.338	0.213
O	10.382	3.937	29.233	-0.028	-0.271	-0.251
O	6.361	15.029	22.881	-0.291	-0.188	0.398
O	1.298	9.213	22.495	-0.006	0.32	0.334
O	8.279	8.38	21.145	0.053	-0.045	0.378
O	4.912	8.14	25.796	0.213	0.456	0.152
O	12.575	6.931	27.383	-0.289	0.265	0.072
O	6.883	21.7	29.142	0.473	0.413	-0.026
O	5.628	13.946	20.585	-0.262	-0.138	0.407
O	12.57	14.325	28.707	0.299	-0.159	-0.071
O	3.795	26.863	23.127	-0.334	-0.264	-0.254
O	9.209	32.856	21.075	0.212	0.003	0.224
O	-2.338	21.563	26.535	-0.518	0.314	-0.414
O	9.221	18.521	21.672	0.18	-0.039	-0.07
O	8.057	30.806	22.338	-0.437	0.116	0.246
O	0.023	27.184	20.914	0.017	0.033	0.437
O	7.396	26.335	28.655	0.513	0.569	0.046
O	9.203	30.319	26.486	0.213	-0.326	0.448
O	-4.756	41.37	26.39	-0.557	-0.324	-0.008
O	0.148	32.555	24.412	-0.703	-0.449	-0.256
O	-4.307	31.038	31.175	0.081	0.234	-0.192
O	6.865	34.812	26.386	0.036	0.049	0.111
O	6.754	35.79	21.602	0.539	0.203	0.098
O	9.855	38.619	25.673	-0.125	0.293	-0.647
O	7.881	32.528	26.27	0.179	0.149	-0.628
O	8.182	41.057	20.896	-0.068	0.116	0.245
O	12.544	40.407	23.362	-0.057	-0.034	0.274
O	4.389	44.74	21.682	0.237	0.121	0.231
O	9.915	51.442	25.638	-0.043	-0.444	0.527
O	13.159	32.636	25.791	0.425	-0.569	0.199
O	8.202	52.308	30.17	0.44	0.1	-0.544
O	11.952	42.215	21.597	0.337	0.005	0.137
O	14.476	49.862	19.726	0.459	-0.06	-0.147
O	5.116	46.312	26.422	-0.421	0.349	-0.153
O	1.592	56.438	32.082	-0.353	0.678	-0.214
O	-2.126	54.458	26.963	0.067	-0.316	-0.122
O	12.472	57.877	23.605	-0.005	-0.284	0.047
O	20.413	67.065	28.381	0.272	0.42	0.059
O	-1.202	55	21.456	0.282	-0.623	0.127
O	19.469	50.613	25.151	0.29	0.041	-0.403
O	6.827	56.7	27.37	0.219	-0.295	0.019
O	16.98	48.318	21.434	-0.223	0.119	0.081
O	4.065	7.115	19.474	-0.304	-0.166	-0.452
O	0.712	2.8	24.59	0.351	0.222	0.059
O	14.302	0.392	21.941	0.052	-0.669	-0.175
O	16.875	0.314	32.226	0.299	-0.273	-0.05
O	4.864	0.935	25.988	0.277	0.254	-0.028
O	15.121	8.699	21.566	0.032	-0.128	0.34
O	24.735	-2.229	24.485	-0.237	0.597	-0.312
O	10.905	16.505	21.034	-0.102	-0.022	0.493
O	4.171	19.051	23.945	0.455	0.009	-0.038
O	22.739	10.24	22.041	0.208	0.099	0.083
O	7.765	12.653	24.147	-0.158	0.377	-0.138
O	39.67	2.19	32.225	-0.174	0.293	-0.222
O	1.119	1.315	21.599	-0.12	-0.1	-0.18
O	32.674	38.262	20.799	-0.154	0.164	0.145
O	31.201	20.789	28.814	0.391	0.703	-0.17
O	16.472	16.569	22.066	0.285	0.035	-0.254
O	14.561	17.487	26.358	-0.032	-0.518	-0.097
O	7.282	25.023	26.425	0.061	-0.14	0.169
O	13.871	33.547	21.901	-0.084	0.302	0.668
O	12.684	37.379	20.099	-0.113	0.342	-0.133
O	21.063	22.365	27.768	-0.602	0.057	-0.001
O	29.161	13.487	32.429	-0.122	-0.032	0.052
O	12.401	34.651	27.153	0.152	-0.041	-0.097
O	9.698	28.8	21.805	0.025	0.037	0.361
O	16.408	48.678	30.684	-0.186	0.185	-0.433
O	25.344	39.524	27.981	0.017	0.5	-0.063
O	22.142	38.387	27.78	-0.429	0.426	0.281
O	3.067	51.545	20.843	-0.067	-0.29	0.626
O	14.916	43.476	24.757	0.397	0.165	-0.232
O	22.108	42.014	28.253	0.082	-0.483	-0.032
O	16.569	61.352	28.085	-0.158	0.259	0.36
O	17.798	50.193	23.112	0.46	-0.03	-0.439
O	5.155	71.408	21.636	-0.005	0.193	0.6
O	23.477	54.548	28.943	0.591	0.345	-0.3
O	17.937	55.133	24.244	-0.044	0.4	-0.463
O	30.707	65.29	26.778	-0.112	0.534	0.471
O	14.562	58.278	25.223	0.346	0.14	-0.403
O	21.127	52.875	26.513	0.209	-0.123	-0.426
O	16.778	65.807	25.909	0.278	0.188	0.397
O	-6.333	-4.149	21.522	-0.034	-0.285	0.058
O	-11.546	-10.243	27.891	-0.143	0.346	-0.015
O	9.838	-9.067	25.988	0.068	-0.314	0.294
O	-0.155	3.493	22.125	0.203	0.709	-0.179
O	-8.251	9.009	30.06	-0.363	-0.212	-0.277
O	-0.115	11.032	21.203	0.282	0.523	0.389
O	-5.073	4.947	26.381	-0.167	-0.374	-0.003
O	1.697	14.563	30.894	-0.434	0.031	0.172
O	-0.944	4.737	24.163	0.118	0.207	-0.41
O	7.542	15.675	20.562	0.102	-0.11	0.239
O	1.91	24.636	30.152	-0.059	-0.322	-0.204
O	1.555	16.979	33.387	0.359	0.281	-0.137
O	8.442	24.51	21.412	0.052	-0.242	0.263
O	-3.367	27.624	25.874	-0.385	-0.035	0.577
O	6.102	20.135	31.035	0.098	-0.458	0.192
O	-2.955	52.436	32.221	-0.331	0.45	-0.167
O	-4.62	29.913	26.047	0.04	-0.127	0.72
O	10.009	44.68	23.838	0.078	0.464	0.556
O	-1.615	50.281	31.812	0.341	0.384	0.102
O	-8.645	46.924	26.638	0.307	0.094	-0.257
O	-6.709	34.634	26.61	0.112	-0.25	-0.456
O	7.38	57.518	21.863	0.091	-0.139	0.05
O	4.551	61.269	21.787	0.111	-0.229	0.124
O	2.231	57.006	26.297	-0.103	0.072	-0.15
O	-3.169	62.992	26.464	-0.038	-0.034	0.041
O	-13.167	53.158	28.649	0.022	0.044	0.293
O	8.76	-3.896	28.135	-0.157	-0.003	-0.478
O	13.28	-10.582	29.91	0.28	-0.313	0.111
O	19.961	1.764	21.972	-0.154	0.362	0.225
O	4.079	-7.326	27.989	0.269	0.165	-0.142
O	-2.243	12.549	21.778	-0.171	-0.333	0.11
O	-9.119	-14.557	31.986	-0.161	-0.384	0.029
O	12.793	4.533	28.545	0.446	-0.262	0.07
O	10.295	6.688	21.58	0.594	0.459	0.046
O	2.238	0.192	29.631	-0.064	0.399	-0.334
O	5.976	12.681	26.157	0.039	-0.327	0.073
O	20.983	0.445	30.608	0.28	0.073	-0.299
O	-3.977	23.621	22.458	0.68	-0.117	-0.153
O	-1.354	17.922	23.785	-0.367	0.114	0.069
O	5.147	26.288	27.382	0.047	-0.464	0.356
O	-0.413	29.714	28.647	0.467	0.326	0.205
O	6.87	35.921	31.248	0.001	0.608	0.153
O	16.331	42.867	30.323	-0.229	0.168	-0.259
O	9.593	37.327	32.021	-0.535	0.07	-0.343
O	8.802	53.915	25.5	-0.128	0.192	0.326
O	12.346	43.606	25.096	0.025	-0.005	-0.23
O	7.385	48.557	20.124	0.246	-0.207	0.286
O	-7.593	45.643	28.727	0.233	-0.147	-0.279
O	12.218	53.725	25.579	-0.114	-0.507	0.308
O	10.653	49.572	23.902	0.045	0.118	-0.609
O	-2.632	57.052	20.798	-0.163	0.169	0.082
O	13.523	52.109	20.893	-0.131	-0.075	0.203
O	21.581	50.312	26.709	0.62	-0.377	-0.222
O	5.597	57.62	25.252	0.014	-0.622	-0.167
O	-1.37	64.892	24.288	0.198	-0.533	-0.304
O	4.987	-18.96	29.035	-0.219	-0.032	0.149
O	21.481	-5.561	23.872	0.174	-0.111	-0.097
O	10.647	32.277	25.419	-0.45	0.264	0.274
O	26.639	7.336	25.865	-0.317	-0.023	0.502
O	3.429	6.096	26.425	-0.364	-0.155	0.168
O	24.001	0.299	23.555	0.08	-0.249	0.359
O	15.114	12.707	31.458	0.045	0.168	-0.169
O	8.513	19.802	30.018	0.045	0.062	-0.366
O	4.943	34.319	30.467	-0.269	0.026	-0.076
O	9.989	20.679	26.031	0.517	-0.141	-0.212
O	-6.237	32.73	30.338	0.084	-0.366	-0.343
O	11.878	21.101	21.663	-0.359	0.111	0.283
O	8.17	23.808	24.329	-0.14	0.329	-0.566
O	5.053	28.371	21.508	0.363	0.344	-0.308
O	4.606	25.242	19.132	0.034	-0.11	0.114
O	-0.753	34.839	20.335	0.492	-0.153	0.276
O	11.875	35.949	22.167	-0.517	-0.136	0.256
O	0.487	37.012	28.031	0.345	-0.247	-0.321
O	21.03	34.099	21.769	-0.608	0.053	0.131
O	26.956	24.962	23.86	-0.198	0.326	0.221
O	6.601	41.265	30.685	-0.465	-0.427	-0.112
O	18.059	35.726	30.22	0.261	-0.346	-0.243
O	4.763	37.106	30.454	-0.239	0.161	-0.504
O	31.86	40.373	29.711	-0.03	-0.192	0.236
O	18.845	46.394	20.864	0.055	-0.196	0.43
O	22.438	66.342	21.561	0.488	-0.18	-0.277
O	13.666	62.369	23.948	0.165	0.582	0.225
O	15.767	53.813	23.59	-0.307	-0.581	0.414
O	1.003	69.444	31.41	-0.019	-0.034	-0.635
O	5.893	5.71	25.753	0.434	-0.417	-0.634
O	4.409	3.508	26.298	-0.036	-0.041	-0.435
O	-1.075	5.897	30.985	-0.256	-0.249	-0.283
O	2.237	8.876	30.643	0.291	0.031	-0.179
O	10.875	-1.436	24.152	0.176	-0.184	-0.496
O	5.269	11.708	23.834	-0.322	0.183	0.24
O	-14.895	27.508	24.153	-0.015	0.02	-0.444
O	2.644	7.802	24.42	-0.141	-0.436	-0.12
O	-14.462	25.428	21.702	0.264	-0.016	0.101
O	8.175	19.039	26.586	0.128	-0.09	0.466
O	-9.066	39.145	25.794	0.171	0.719	-0.262
O	5.638	23.29	25.422	-0.122	0.207	-0.237
O	0.688	9.243	28.499	-0.193	-0.305	-0.108
O	19.337	22.428	25.896	-0.082	0.308	-0.405
O	24.653	24.364	30.274	0.363	-0.208	-0.403
O	4.144	32.075	31.745	-0.554	-0.312	-0.403
O	4.699	22.282	30.455	-0.637	0.043	-0.075
O	-4.221	26.199	22.006	0.355	0.414	0.41
O	2.913	30.045	21.052	-0.057	-0.331	0.286
O	2.499	25.018	24.212	-0.249	-0.312	0.656
O	4.668	39.464	25.533	-0.135	-0.346	-0.119
O	0.376	28.993	26.175	0.505	0.015	0.055
O	1.527	33.869	26.217	0.073	0.321	0.596
O	17.955	41.592	21.757	-0.427	-0.005	0.269
O	-13.692	29.318	30.379	-0.378	0.096	-0.256
O	5.324	37.937	20.868	0.08	-0.263	0.287
O	-1.135	33.996	26.355	-0.019	0.365	-0.221
O	0.007	36.776	23.672	0.06	0.364	0.066
O	-1.662	52.276	29.509	0.047	0.411	0.418
O	6.238	52.059	28.509	-0.036	-0.529	0.169
O	-2.652	45.739	24.011	0.085	0.302	0.281
O	7.953	43.106	24.115	-0.191	-0.544	-0.122
O	-5.757	47.466	25.497	-0.08	-0.389	-0.104
O	-7.201	50.742	21.572	0.146	-0.193	0.201
O	12.623	67.982	30.361	-0.194	-0.241	-0.445
O	3.128	77.183	28.872	-0.005	-0.536	0.21
O	-6.457	43.221	25.928	-0.37	0.22	0.384
O	11.264	54.038	20.735	-0.051	0.065	0.411
O	-19.274	67.956	20.835	0.213	-0.019	0.524
O	10.304	9.784	28.895	0.231	-0.44	0.484
O	12.685	-0.754	28.567	0.424	0.111	-0.012
O	6.119	-5.974	27.105	-0.198	-0.044	0.35
O	2.62	8.687	26.88	0.486	-0.158	0.29
O	10.231	-3.994	24.038	-0.374	-0.407	0.273
O	13.103	19.237	27.64	-0.406	-0.017	0.047
O	21.826	12.986	28.789	0.407	0.193	0.227
O	6.754	19.414	22.206	-0.041	-0.382	0.137
O	6.362	15.262	31.284	-0.108	0.027	-0.374
O	22.388	-3.125	23.774	0.031	0.382	-0.288
O	10.404	13.029	24.265	-0.018	-0.384	0.095
O	2.821	13.466	26.75	0.082	-0.102	-0.482
O	4.161	34.645	25.859	-0.003	-0.282	0.429
O	5.138	16.507	21.206	0.195	-0.084	0.446
O	-0.564	34.952	29.189	0.07	0.156	-0.66
O	15.482	32.683	30.505	0.093	0.089	-0.368
O	8.103	37.218	27.244	0.044	-0.46	-0.237
O	1.693	40.872	30.461	0.148	-0.04	-0.207
O	3.514	44.88	31.508	-0.011	-0.168	-0.488
O	9.421	28.014	31.231	-0.126	-0.163	-0.527
O	6.464	43.057	21.371	0.311	0.492	0.228
O	13.605	34.566	30.547	-0.294	0.039	-0.171
O	19.038	46.156	27.446	-0.172	-0.522	-0.024
O	6.833	59.697	20.43	-0.148	0.305	0.209
O	15.305	55.618	31.158	0.135	0.498	0.074
O	19.217	-2.682	20.32	-0.231	-0.093	0.088
O	-0.334	-2.047	26.163	-0.41	-0.033	-0.167
O	8.138	3.548	30.424	-0.576	0.152	-0.417
O	13.955	4.97	26.308	0.363	-0.619	0.313
O	19.646	19.067	26.488	-0.347	-0.217	-0.16
O	8.638	19.608	24.017	0.056	0.343	0.018
O	14.049	15.046	30.667	0.195	0.172	-0.085
O	3.563	28.257	28.133	-0.475	0.465	-0.498
O	12.954	13.544	24.079	0.196	-0.192	0.269
O	5.722	28.148	24.096	-0.341	0.163	0.307
O	11.546	26.162	30.724	0.229	0.072	-0.156
O	1.292	14.243	21.99	0.357	-0.402	0.462
O	23.569	16.852	27.613	0.014	-0.249	0.349
O	17.238	30.97	31.385	-0.2	-0.065	-0.408
O	14.363	28.614	21.784	-0.414	-0.294	0.076
O	16.67	22.047	26.137	0.06	0.205	0.001
O	-2.926	29.44	24.088	-0.465	0.185	-0.229
O	14.479	38.648	23.81	-0.185	-0.085	-0.08
O	12.265	32.094	23.397	-0.071	-0.273	0.155
O	16.341	31.612	26.836	0.129	0.143	0.433
O	19.817	39.667	21.685	-0.052	-0.492	0.168
O	-1.995	25.531	26.694	0.104	-0.236	-0.017
O	21.744	43.519	23.747	-0.507	0.008	0.403
O	14.052	41.061	25.637	0.171	0	0.038
O	19.394	40.904	23.966	-0.51	-0.059	0.012
O	10.723	58.738	26.013	0.007	0.202	-0.729
O	19.924	39.256	31.306	0.064	-0.263	-0.545
O	14.376	61.3	21.719	0.265	0.103	0.453
O	6.967	50.024	23.018	-0.491	0.219	-0.094
O	12.024	45.069	22.152	0.086	-0.409	-0.068
O	0.546	50.258	25.556	0.054	0.094	0.357
O	19.903	57.619	23.623	-0.269	-0.634	0.155
O	11.442	52.162	23.638	0.108	-0.15	-0.677
O	8.154	58.28	25.872	0.063	0.514	-0.337
O	15.702	72.243	25.595	0.616	-0.113	0.229
O	13.373	57.294	30.444	0.108	0.34	-0.656
O	4.107	76.97	21.505	0.083	0.038	0.126
O	6.78	63.879	21.799	-0.216	-0.404	0.409
O	2.255	0.802	24.001	0.224	-0.363	0.148
O	9.463	9.605	25.02	-0.031	0.045	-0.463
O	0.402	10.827	30.587	0.427	0.391	-0.29
O	7.441	21.214	20.475	0.013	0.174	0.377
O	-1.786	7.256	28.984	0.235	-0.417	-0.268
O	8.931	5.118	25.066	-0.427	0.253	0.477
O	-11.247	29.897	29.525	-0.427	0.089	-0.055
O	-1.679	27.552	28.355	-0.146	0.158	-0.245
O	-0.11	18.87	29.963	0.061	0.036	0.179
O	-7.443	14.834	23.229	0.449	0.393	-0.096
O	-11.333	21.341	21.539	-0.148	-0.196	0.47
O	0.723	20.985	23.22	0.247	-0.107	0.54
O	2.678	33.155	24.029	0.403	-0.18	0.05
O	-9.944	43.485	26.185	0.293	0.239	0.203
O	15.319	17.707	32.199	-0.076	-0.109	-0.561
O	11.637	41.926	31.082	0.059	0.072	-0.247
O	-0.326	27.651	30.545	0.307	-0.125	-0.147
O	13.62	50.757	27.749	0.16	0.316	0.084
O	11.147	49.189	20.945	-0.133	-0.222	0.49
O	16.331	39.391	26.911	-0.04	0.066	-0.264
O	2.951	51.249	30.41	0.348	-0.259	-0.154
O	-0.465	48.564	23.824	-0.373	-0.452	-0.114
O	1.809	59.191	27.944	0.237	0.437	-0.016
O	8.048	62.032	30.55	0.374	-0.195	-0.017
O	-0.012	54.062	28.478	0.473	-0.189	-0.216
O	-2.46	36.074	23.961	0.279	-0.249	-0.065
O	4.835	58.384	21.471	-0.114	0.613	0.119
O	9.924	57.883	22.669	-0.059	-0.003	0.001
O	20.035	63.909	25.665	-0.327	0.321	0
O	0.676	63.819	20.078	-0.153	0.246	0.074
O	10.559	47.055	22.907	0.398	0.477	-0.393
O	0.304	53.294	30.949	0.801	-0.207	0.062
O	9.379	1.379	31.378	0.248	0.158	-0.273
O	14.529	1.1	31.227	0.063	0.108	-0.458
O	3.759	-9.308	21.508	-0.251	-0.324	0.275
O	7.558	7.65	32.273	0.686	-0.234	-0.194
O	2.768	16.035	26.026	-0.016	0.236	-0.113
O	2.062	17.511	30.511	-0.11	-0.185	0.307
O	7.485	7.902	25.448	0.152	-0.412	-0.317
O	17.049	17.654	25.398	0.374	0.354	0.086
O	1.493	11.236	27.03	-0.325	0.102	-0.277
O	16.295	25.428	28.484	0.091	0.278	-0.088
O	9.268	12.498	21.96	-0.213	0.056	0.026
O	11.08	36.819	27.119	-0.01	-0.047	0.613
O	8.972	38.586	20.293	0.113	-0.508	0.343
O	-1.203	37.268	25.978	-0.091	-0.413	0.236
O	10.39	40.068	21.915	0.195	-0.172	0.417
O	-1.218	41.209	23.367	0.336	0.056	-0.598
O	10.495	38.277	29.871	0.395	-0.273	-0.349
O	8.487	48.102	23.894	-0.017	-0.318	-0.053
O	7.248	47.82	29.045	0.136	0.686	0.031
O	3.944	55.334	31.534	-0.052	-0.136	-0.001
O	11.763	55.111	27.816	-0.294	0.486	0.009
O	12.129	52.73	28.767	-0.358	-0.03	-0.431
O	-4.644	46.229	27.636	-0.038	0.007	0.443
O	1.816	36.624	21.799	0.316	0.17	0.107
O	-3.812	50.559	25.4	0.316	0.343	-0.316
O	7.916	59.516	29.641	-0.458	-0.167	0.044
O	6.375	63.903	31.373	0.23	0.163	-0.271
O	10.704	54.489	30.257	-0.448	-0.214	-0.499
O	1.184	47.972	28.498	-0.214	0.242	-0.146
O	10.651	-2.333	28.948	-0.326	0.16	0.185
O	10.668	-10.559	23.852	-0.151	0.369	-0.163
O	19.236	2.478	30.596	-0.213	0.415	-0.327
O	12.822	-9.01	25.691	-0.458	0.19	0.361
O	16.1	-0.803	30.113	-0.231	0.017	-0.266
O	9.512	5.867	30.762	-0.424	0.228	-0.044
O	11.284	15.518	24.846	0.003	-0.014	-0.512
O	11.717	13.471	26.435	0.091	0.199	-0.043
O	10.328	11.84	30.843	-0.237	-0.017	0.061
O	10.242	22.386	23.402	-0.423	-0.457	0.282
O	11.564	24.012	29.217	-0.089	0.257	-0.418
O	11.94	4.991	31.055	0.57	0.438	-0.005
O	29.409	39.626	30.317	-0.258	-0.674	-0.068
O	15.551	19.796	25.509	0.139	-0.037	0.139
O	10.197	14.481	33.56	0.095	-0.152	-0.063
O	10.464	34.999	29.038	0.3	0.176	0.239
O	7.903	22.388	26.489	-0.34	-0.479	0.539
O	-2.786	44.941	29.154	-0.182	-0.264	0.029
O	-4.433	43.655	27.662	-0.307	-0.135	0.629
O	14.568	56.211	23.71	0.274	0.459	-0.26
O	11.675	47.768	31.283	-0.091	-0.3	-0.059
O	9.508	45.057	21.354	-0.527	0.327	0.208
O	21.805	68.849	21.91	0.172	0.083	0.621
O	4.907	49.315	20.923	-0.184	0.107	0.496
O	8.385	56.036	23.833	-0.532	0.125	0.369
O	21.284	14.925	27.087	0.253	0.525	-0.278
O	6.973	52.218	21.505	-0.335	0.213	0.119
Si	0.02	2.78	8.175	0.017	0.014	0.007
Si	2.743	0.028	8.149	0.006	0.009	-0.002
Si	0.035	8.219	8.218	-0.03	-0.015	-0.001
Si	2.751	5.514	8.183	-0.018	-0.01	0.007
Si	0.067	13.67	8.313	-0.001	-0.018	-0.006
Si	2.789	10.963	8.277	0.023	0.013	-0.011
Si	0.008	19.132	8.309	-0.013	-0.023	0.003
Si	2.75	16.417	8.312	0.004	-0.004	-0.003
Si	0.024	24.499	8.226	-0.009	0.027	0.005
Si	2.719	21.826	8.272	0.005	-0.011	-0.001
Si	0.004	29.879	8.13	-0.016	0.009	0.002
Si	2.733	27.184	8.143	-0.014	-0.01	-0.009
Si	-0.036	35.323	8.081	0.02	0.026	-0.009
Si	2.712	32.597	8.096	-0.008	0	-0.007
Si	-0.067	40.753	8.06	-0.005	0.016	-0.005
Si	2.658	38.036	8.08	0.002	0	0.001
Si	-0.068	46.218	8.089	-0.011	0	-0.003
Si	2.664	43.477	8.087	0.009	0.006	0.004
Si	0.005	51.703	8.12	-0.009	0.02	0.007
Si	2.697	48.943	8.109	0.01	0.015	0.002
Si	0.053	57.192	8.133	0.02	0.01	0.005
Si	2.742	54.441	8.117	0.001	0.008	0.002
Si	0.016	62.642	8.147	-0.019	-0.002	-0.004
Si	2.752	59.9	8.115	0.019	-0.008	-0.007
Si	5.476	2.767	8.174	-0.012	-0.015	0.007
Si	8.212	0.031	8.162	0	0.003	0.008
Si	5.49	8.243	8.22	-0.002	-0.01	0.003
Si	8.214	5.523	8.182	0	0.005	-0.004
Si	5.494	13.696	8.328	0.029	-0.005	0.011
Si	8.209	10.957	8.265	-0.005	0.009	-0.008
Si	5.463	19.114	8.289	-0.003	0.035	-0.009
Si	8.162	16.415	8.329	0	-0.014	0
Si	5.437	24.524	8.208	0.018	0.006	-0.005
Si	8.124	21.828	8.287	-0.014	-0.031	0.013
Si	5.443	29.873	8.105	-0.002	-0.014	-0.002
Si	8.167	27.159	8.16	-0.004	0	0.001
Si	5.404	35.312	8.073	0.004	-0.005	-0.002
Si	8.136	32.575	8.092	0.008	0.006	-0.002
Si	5.391	40.748	8.075	-0.011	-0.005	0
Si	8.115	38.023	8.058	-0.008	-0.004	0.005
Si	5.399	46.189	8.081	-0.002	-0.013	0.002
Si	8.105	43.455	8.067	0.018	-0.002	-0.004
Si	5.438	51.7	8.118	0.011	-0.027	0
Si	8.136	48.933	8.124	0.017	0.016	0.011
Si	5.466	57.171	8.123	-0.002	-0.008	-0.004
Si	8.177	54.428	8.129	0.002	-0.004	-0.005
Si	5.474	62.617	8.135	0.009	0.009	-0.003
Si	8.194	59.899	8.116	-0.01	0.006	-0.007
Si	10.922	2.779	8.152	-0.012	-0.01	-0.009
Si	13.639	0.057	8.15	0.014	0.001	-0.013
Si	10.941	8.24	8.215	0.023	0.01	0.002
Si	13.646	5.504	8.169	0.011	0.016	-0.004
Si	10.925	13.667	8.325	0.001	-0.01	0.012
Si	13.667	10.934	8.254	0.005	-0.026	0
Si	10.85	19.122	8.37	-0.011	-0.022	-0.005
Si	13.649	16.391	8.361	0.007	-0.014	0.001
Si	10.863	24.494	8.214	0.008	-0.011	-0.003
Si	13.612	21.826	8.284	0.005	0.007	-0.001
Si	10.859	29.88	8.141	0.003	0.01	-0.006
Si	13.601	27.203	8.184	0.012	0.007	0.009
Si	10.827	35.31	8.073	-0.008	0.002	0.003
Si	13.579	32.595	8.1	-0.006	0.002	-0.012
Si	10.818	40.752	8.056	0.008	0	0
Si	13.534	38.049	8.065	0.003	-0.006	-0.004
Si	10.831	46.195	8.089	0.014	0.01	0.003
Si	13.537	43.472	8.092	-0.013	0.004	0.012
Si	10.897	51.669	8.13	-0.017	0.017	0.013
Si	13.565	48.955	8.111	-0.007	-0.002	0.018
Si	10.912	57.188	8.149	0.014	0.014	0.006
Si	13.632	54.451	8.144	0.014	0.002	0.011
Si	10.921	62.644	8.147	-0.002	0.005	0
Si	13.631	59.931	8.152	-0.017	-0.008	0
Si	1.388	4.131	9.537	0.001	-0.018	0.002
Si	4.106	1.386	9.516	0	-0.011	-0.001
Si	1.387	9.59	9.587	-0.003	0.013	-0.007
Si	4.112	6.87	9.554	-0.001	0.018	-0.002
Si	1.403	15.041	9.673	-0.016	0.005	0.007
Si	4.124	12.32	9.661	-0.023	0.007	0.003
Si	1.374	20.482	9.664	0.003	0.008	-0.001
Si	4.105	17.773	9.669	0.014	-0.003	-0.008
Si	1.386	25.862	9.567	-0.005	-0.007	0.007
Si	4.095	23.178	9.615	-0.014	0.006	-0.003
Si	1.358	31.254	9.479	0.012	0.001	0.009
Si	4.091	28.542	9.508	0.009	0.006	0.002
Si	1.312	36.683	9.454	0.002	0.001	0.01
Si	4.057	33.966	9.46	-0.003	0.002	0.005
Si	1.3	42.112	9.431	-0.002	-0.004	0.003
Si	4.027	39.398	9.438	-0.002	0.001	0.009
Si	1.319	47.575	9.439	-0.001	0.004	-0.002
Si	4.039	44.834	9.438	0.003	0.009	0
Si	1.378	53.067	9.466	0.011	-0.014	-0.002
Si	4.07	50.313	9.452	0.002	-0.001	0.002
Si	1.402	58.55	9.499	-0.003	-0.007	0.012
Si	4.106	55.802	9.47	0.001	0.005	0.009
Si	1.377	64.002	9.517	-0.002	-0.001	0
Si	4.112	61.251	9.49	-0.003	-0.006	-0.001
Si	6.844	4.141	9.525	0.006	0.02	0
Si	9.575	1.404	9.518	0	0.003	0.005
Si	6.844	9.586	9.614	0.006	0.01	-0.004
Si	9.569	6.871	9.564	-0.001	0.001	-0.002
Si	6.826	15.053	9.699	0	-0.002	0.012
Si	9.543	12.308	9.656	0.008	-0.017	0
Si	6.795	20.468	9.67	0.011	-0.014	0.006
Si	9.499	17.763	9.716	-0.013	0.029	0.013
Si	6.804	25.857	9.58	0	-0.002	0.004
Si	9.513	23.174	9.63	-0.001	0.017	0.001
Si	6.787	31.237	9.483	0	0.011	0.005
Si	9.512	28.532	9.527	0.007	-0.008	0.001
Si	6.757	36.68	9.438	0.009	0.006	0.009
Si	9.485	33.952	9.451	0.005	0.006	-0.001
Si	6.755	42.097	9.444	-0.02	-0.014	0.006
Si	9.469	39.387	9.429	0.01	-0.005	0
Si	6.758	47.556	9.448	-0.008	0.006	-0.009
Si	9.466	44.819	9.432	-0.01	0.001	-0.006
Si	6.813	53.057	9.47	-0.01	0.03	0
Si	9.515	50.299	9.459	0.015	-0.016	-0.003
Si	6.834	58.533	9.475	-0.012	-0.008	0.001
Si	9.548	55.798	9.478	0.005	0	-0.001
Si	6.838	63.981	9.5	-0.008	-0.001	0.001
Si	9.556	61.264	9.49	0.016	0.003	-0.001
Si	12.276	4.139	9.533	-0.001	-0.016	0
Si	14.986	1.414	9.535	-0.02	0.002	0.006
Si	12.282	9.585	9.602	-0.001	-0.004	-0.002
Si	14.992	6.852	9.563	0.011	-0.001	0.013
Si	12.262	15.036	9.692	-0.004	0.003	0.005
Si	15.002	12.308	9.63	0	0.005	0.005
Si	12.252	20.48	9.673	-0.001	-0.007	-0.017
Si	14.996	17.772	9.689	-0.007	-0.002	0.006
Si	12.236	25.856	9.561	-0.009	0.01	-0.011
Si	14.989	23.174	9.628	0.006	-0.02	-0.003
Si	12.222	31.256	9.487	-0.007	-0.003	0
Si	14.975	28.556	9.528	0.007	0.004	0
Si	12.187	36.679	9.43	-0.012	0.002	0.001
Si	14.936	33.967	9.452	-0.004	-0.005	0
Si	12.178	42.105	9.436	0.015	0.004	-0.002
Si	14.913	39.394	9.43	0	-0.007	0.001
Si	12.21	47.56	9.439	-0.002	0.003	-0.002
Si	14.913	44.841	9.441	-0.004	-0.008	0.001
Si	12.265	53.059	9.462	0.01	-0.015	-0.009
Si	14.964	50.318	9.442	-0.005	0.005	-0.002
Si	12.287	58.542	9.504	0.001	-0.005	0.003
Si	15.018	55.815	9.48	-0.006	-0.004	-0.002
Si	12.288	64.011	9.508	0.004	0.023	-0.001
Si	14.996	61.286	9.517	0.007	0.008	0.006
Si	0.026	0.048	10.89	-0.002	-0.001	0.002
Si	2.743	2.746	10.884	0.002	0.006	-0.002
Si	0.01	5.472	10.912	0.003	-0.008	0.001
Si	2.746	8.22	10.928	-0.014	0.006	-0.009
Si	0.029	10.944	10.973	0.004	-0.013	-0.004
Si	2.755	13.673	11.028	0.016	-0.004	-0.002
Si	0.028	16.401	11.025	-0.002	0.005	0.002
Si	2.744	19.129	11.029	-0.012	-0.01	-0.003
Si	0.009	21.83	11.024	-0.02	0.001	0.01
Si	2.725	24.518	10.976	0.008	0.018	0
Si	0.012	27.222	10.91	-0.019	0	-0.004
Si	2.727	29.912	10.858	-0.005	-0.01	-0.008
Si	-0.02	32.621	10.819	0.011	0	-0.007
Si	2.697	35.344	10.813	-0.009	0	-0.004
Si	-0.054	38.046	10.812	0.006	-0.013	0.007
Si	2.663	40.758	10.797	0.008	0	-0.004
Si	-0.039	43.489	10.794	0.002	0.007	0
Si	2.69	46.212	10.784	0.008	-0.012	-0.005
Si	-0.016	48.949	10.801	0	0.004	0.012
Si	2.726	51.686	10.813	0.007	-0.001	0.006
Si	0.041	54.439	10.832	-0.005	0.002	0.01
Si	2.767	57.171	10.838	0.012	-0.006	-0.002
Si	0.029	59.907	10.86	-0.01	0.012	-0.007
Si	2.74	62.607	10.852	0.011	0.005	-0.016
Si	5.473	0.011	10.861	-0.003	0.001	0
Si	8.216	2.773	10.876	0.01	-0.026	-0.004
Si	5.472	5.488	10.897	-0.007	-0.001	0.004
Si	8.208	8.208	10.958	0.012	-0.013	0.002
Si	5.484	10.94	10.995	0.016	0.004	-0.003
Si	8.19	13.677	11.03	0.008	0.011	0
Si	5.449	16.412	11.046	0	0.003	-0.006
Si	8.13	19.118	11.063	-0.001	0.002	-0.006
Si	5.443	21.834	11.021	0.004	-0.028	-0.005
Si	8.156	24.533	10.994	-0.005	-0.009	0.01
Si	5.438	27.216	10.931	0.001	0.003	-0.007
Si	8.147	29.901	10.879	-0.003	-0.007	-0.002
Si	5.417	32.61	10.831	-0.001	0.008	-0.004
Si	8.119	35.319	10.8	-0.004	-0.004	-0.006
Si	5.402	38.055	10.806	-0.023	0.012	-0.002
Si	8.112	40.736	10.815	0.019	0.002	-0.003
Si	5.395	43.47	10.797	-0.004	0.006	-0.005
Si	8.114	46.181	10.792	0.014	-0.009	0.001
Si	5.413	48.934	10.805	-0.001	0.008	0.005
Si	8.17	51.675	10.812	-0.002	-0.002	0.005
Si	5.459	54.426	10.816	-0.009	-0.007	-0.002
Si	8.193	57.166	10.831	-0.007	-0.005	-0.002
Si	5.479	59.886	10.847	0	0.01	-0.003
Si	8.204	62.622	10.868	-0.016	0.006	0.007
Si	10.936	0.037	10.883	0.014	-0.007	-0.001
Si	13.615	2.764	10.907	0.001	0.006	0.003
Si	10.92	5.5	10.918	-0.01	0.004	-0.01
Si	13.63	8.208	10.945	-0.013	0.005	0
Si	10.902	10.926	10.977	0.005	-0.001	-0.006
Si	13.623	13.65	11.009	-0.005	-0.015	-0.007
Si	10.885	16.401	11.046	-0.013	-0.008	-0.008
Si	13.606	19.117	11.038	0.008	0.003	-0.005
Si	10.868	21.825	11.017	0.013	-0.011	-0.006
Si	13.6	24.529	10.956	-0.005	0.011	0
Si	10.873	27.204	10.925	0.009	0.001	-0.002
Si	13.593	29.916	10.864	0.01	0.014	-0.01
Si	10.86	32.626	10.839	0.003	0.004	-0.002
Si	13.561	35.334	10.801	-0.003	0.002	-0.013
Si	10.832	38.035	10.797	0.005	0.003	-0.002
Si	13.561	40.761	10.788	-0.017	0.003	0.004
Si	10.82	43.459	10.806	0.008	-0.001	-0.002
Si	13.568	46.205	10.804	0	0.017	0.004
Si	10.868	48.928	10.795	-0.013	0.002	0.005
Si	13.627	51.689	10.797	-0.001	0.014	0.004
Si	10.917	54.426	10.821	-0.004	0.005	-0.002
Si	13.663	57.171	10.845	0.004	0.008	0.003
Si	10.923	59.905	10.855	0.001	-0.011	0.002
Si	13.65	62.66	10.882	-0.007	-0.002	-0.007
Si	1.374	1.407	12.27	0.032	0.005	-0.003
Si	4.108	4.106	12.234	0	-0.013	-0.015
Si	1.37	6.846	12.254	-0.007	0.004	-0.01
Si	4.099	9.564	12.317	-0.012	-0.004	-0.004
Si	1.38	12.296	12.357	-0.014	0.014	-0.006
Si	4.095	15.045	12.395	-0.014	-0.002	0.001
Si	1.39	17.759	12.384	0.011	-0.002	-0.003
Si	4.1	20.481	12.405	0.004	0.011	-0.001
Si	1.384	23.176	12.388	-0.004	-0.01	0.01
Si	4.086	25.872	12.329	-0.002	-0.018	-0.005
Si	1.386	28.58	12.259	0.01	0.012	-0.003
Si	4.075	31.27	12.229	-0.002	-0.004	0.007
Si	1.329	33.996	12.169	0.012	0.009	0.009
Si	4.045	36.717	12.182	0.012	-0.012	0.005
Si	1.317	39.405	12.176	-0.02	-0.001	0.005
Si	4.023	42.123	12.154	-0.015	-0.008	-0.006
Si	1.34	44.856	12.147	0.01	0.015	-0.005
Si	4.044	47.565	12.157	-0.014	-0.002	-0.005
Si	1.364	50.307	12.157	0	0.011	0.001
Si	4.098	53.054	12.159	0.01	0.008	-0.004
Si	1.416	55.801	12.191	0.011	0.009	0.001
Si	4.12	58.526	12.21	0.001	-0.022	0.003
Si	1.381	61.26	12.239	-0.013	-0.016	0.001
Si	4.107	63.957	12.208	0.002	0.002	-0.003
Si	6.854	1.381	12.196	-0.016	-0.004	-0.01
Si	9.561	4.13	12.275	0.002	0.017	0.003
Si	6.832	6.827	12.287	0.011	0.009	-0.008
Si	9.558	9.562	12.348	0.006	0.022	-0.001
Si	6.822	12.311	12.373	-0.004	-0.008	0.007
Si	9.52	15.051	12.407	0.022	0.021	0.003
Si	6.78	17.761	12.442	-0.007	0.004	0.004
Si	9.499	20.477	12.398	-0.017	-0.019	-0.007
Si	6.816	23.18	12.39	0.005	0.014	-0.012
Si	9.514	25.901	12.352	0.013	0.017	-0.003
Si	6.795	28.576	12.292	-0.009	-0.011	0.014
Si	9.511	31.277	12.22	0.012	0.013	0.004
Si	6.761	33.986	12.184	-0.001	-0.008	-0.006
Si	9.479	36.669	12.164	-0.012	-0.004	0.007
Si	6.759	39.389	12.204	-0.005	-0.008	0.009
Si	9.458	42.102	12.185	0.002	-0.003	-0.002
Si	6.756	44.825	12.163	-0.006	0.011	0.005
Si	9.49	47.554	12.117	0.006	0.013	-0.009
Si	6.78	50.309	12.145	0.005	-0.015	0.005
Si	9.561	53.033	12.15	0.011	0.016	0.003
Si	6.823	55.791	12.163	-0.007	-0.011	0.001
Si	9.565	58.518	12.196	0.007	0.001	-0.01
Si	6.849	61.231	12.214	0	0.004	-0.001
Si	9.584	63.983	12.227	0.006	-0.003	-0.004
Si	12.265	1.397	12.286	-0.014	-0.015	0.009
Si	14.963	4.122	12.283	-0.012	-0.008	0.002
Si	12.261	6.856	12.31	0.012	0.007	0
Si	14.962	9.596	12.302	0.01	0.008	-0.002
Si	12.221	12.303	12.346	-0.008	-0.007	-0.003
Si	14.972	15.036	12.35	-0.003	0.004	0.002
Si	12.232	17.772	12.407	0.011	0.004	0.005
Si	14.977	20.469	12.385	-0.013	-0.017	-0.005
Si	12.238	23.192	12.349	-0.007	-0.012	-0.004
Si	14.985	25.882	12.29	0.02	0.02	0.004
Si	12.251	28.563	12.256	0.007	-0.001	-0.006
Si	14.966	31.271	12.206	-0.046	-0.015	-0.002
Si	12.225	33.987	12.2	-0.002	0.011	0
Si	14.906	36.696	12.172	-0.016	-0.003	0.002
Si	12.192	39.409	12.143	0.033	0.003	0.005
Si	14.942	42.113	12.142	-0.002	0.009	-0.004
Si	12.197	44.83	12.144	-0.007	-0.003	0.002
Si	14.955	47.573	12.143	-0.009	-0.006	-0.003
Si	12.261	50.301	12.112	0.003	-0.015	-0.016
Si	15.001	53.047	12.15	-0.014	-0.026	-0.007
Si	12.303	55.781	12.175	0.003	-0.015	-0.007
Si	15.017	58.53	12.22	0.004	-0.02	0.006
Si	12.294	61.269	12.213	-0.004	0.011	0.001
Si	15.008	64.016	12.267	0.01	0.014	0.005

Results
total energy: -383144.375 eV
total energy less fixed offsets of O -438.25, Si -107.07 eV per atom: 22.265 eV
